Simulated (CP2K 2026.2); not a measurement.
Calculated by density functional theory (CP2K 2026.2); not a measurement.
Periodic cell of 2016 atoms, Si1440O576, from a study of silicon, its oxide and their interface. The atomic structure is a simulated model.
Doubt: the forces sum to 2.01 eV/angstrom along one axis rather than to zero, so they err by at least 0.0010 eV/angstrom per atom on average; the grid cutoff is modest.

Settings
functional: PBE
method: Gaussian and plane waves
basis set: DZVP-MOLOPT-SR-GTH
pseudopotentials: GTH-PBE
grid cutoff: 350 Ry, relative cutoff 50 Ry
k points: Gamma only
occupations: fixed
spin: none
net charge: 0

Cell vectors (angstrom)
a 65.28 0 0
b 0 16.32 0
c 0.1591 -0.4817 33.4011

Atoms and the computed forces on them: element, x, y, z (angstrom), force x, y, z (eV/angstrom)
Si 0.897 15.207 0.058 0.245 -0.181 0.773
Si 4.21 1.136 0.24 -0.196 0.181 0.785
Si 1.151 4.203 0.062 0.17 -0.137 0.762
Si 3.942 6.84 0.642 -0.033 0.017 0.508
Si 1.854 9.052 0.091 -0.303 0.1 0.67
Si 4.379 11.616 0.062 -0.129 0.362 0.676
Si 6.365 15.231 0.514 0.11 0.014 0.76
Si 9.326 1.564 0.12 0.165 -0.171 0.687
Si 6.13 4.691 0.218 0.172 -0.24 0.76
Si 8.752 7.381 0.092 0.222 -0.121 0.697
Si 6.656 9.563 0.59 0.016 -0.016 0.536
Si 9.621 11.964 0.223 -0.046 0.152 0.616
Si 12.411 14.77 0.12 -0.283 0.205 0.771
Si 15.11 1.307 0.187 -0.29 0.147 0.707
Si 12.107 4.578 0.001 -0.093 -0.233 0.736
Si 15.147 6.468 0.095 -0.072 0.303 0.627
Si 11.861 9.83 0.321 -0.039 -0.071 0.599
Si 14.518 12.402 0.075 0.34 -0.127 0.686
Si 17.451 14.84 33.17 0.414 -0.415 0.601
Si 20.887 1.125 0.071 -0.199 -0.066 0.695
Si 17.608 3.802 33.382 0.213 -0.208 0.666
Si 20.312 6.524 33.29 0.221 -0.05 0.679
Si 18.061 8.745 33.305 -0.113 0.146 0.688
Si 20.892 11.389 33.13 -0.2 0.314 0.72
Si 23.224 14.687 33.269 0.119 -0.156 0.621
Si 25.932 1.095 33.243 0.213 -0.174 0.698
Si 23.508 3.769 0.002 -0.1 0.127 0.729
Si 26.35 6.079 33.152 -0.17 0.159 0.708
Si 23.274 9.316 33.321 0.065 -0.254 0.705
Si 26.288 12.111 0.154 -0.362 0.183 0.732
Si 29.17 14.238 33.377 -0.138 0.226 0.739
Si 31.786 1.257 0.03 -0.236 -0.018 0.643
Si 28.697 3.97 33.184 0.097 -0.21 0.714
Si 32.21 6.01 33.276 -0.226 -0.032 0.627
Si 28.574 9.243 33.315 0.394 -0.321 0.565
Si 31.128 12.408 0.012 0.262 -0.101 0.79
Si 33.936 14.713 33.313 0.197 -0.086 0.761
Si 36.4 1.475 33.22 0.16 -0.143 0.797
Si 34.074 4.154 0.288 -0.043 0.005 0.495
Si 36.626 6.419 33.198 0.282 -0.078 0.61
Si 34.436 9.204 0.193 0.076 0.029 0.729
Si 37.023 11.657 33.265 -0.224 0.222 0.695
Si 39.942 14.228 33.242 -0.201 0.198 0.722
Si 41.969 1.62 0.076 0.252 -0.129 0.773
Si 39.96 3.459 33.32 -0.271 0.275 0.744
Si 42.79 6.186 33.237 -0.299 0.185 0.693
Si 39.295 9.429 33.306 0.198 -0.237 0.759
Si 42.191 11.998 33.308 0.133 -0.204 0.71
Si 45.391 14.191 33.311 -0.087 0.147 0.674
Si 48.184 0.584 33.285 -0.282 0.165 0.726
Si 45.067 3.96 33.241 0.159 -0.375 0.708
Si 47.627 7.048 0.133 0.113 -0.269 0.694
Si 45.543 8.794 33.362 -0.249 0.153 0.685
Si 47.619 11.955 33.401 0.219 -0.112 0.744
Si 50.424 14.654 33.375 0.168 -0.212 0.708
Si 52.818 1.638 0.127 0.191 -0.331 0.714
Si 50.561 3.814 0.404 -0.09 0.127 0.779
Si 52.754 7.009 0.477 -0.036 -0.052 0.697
Si 50.636 9.172 0.47 -0.018 0.008 0.696
Si 53.196 11.748 0.355 0 0.243 0.714
Si 55.85 14.614 0.287 -0.22 0.288 0.73
Si 58.135 1.625 0.132 0.027 -0.229 0.739
Si 55.844 3.74 0.113 -0.114 0.279 0.767
Si 58.495 6.62 0.051 -0.236 0.191 0.717
Si 55.408 9.596 0.23 0.26 -0.074 0.68
Si 58.158 12.447 0.108 0.259 -0.398 0.668
Si 61.122 14.658 0.009 -0.042 0.214 0.609
Si 64.185 0.735 33.384 -0.276 0.17 0.673
Si 60.759 3.78 33.322 0.416 -0.106 0.678
Si 64.386 5.96 33.393 -0.247 0.127 0.768
Si 61.001 9.377 0.279 0.235 -0.005 0.701
Si 63.422 12.511 0.112 0.047 -0.035 0.726
Si 2.551 16.265 1.404 0.011 -0.018 -0.035
Si 5.293 2.831 1.457 0.033 -0.032 -0.04
Si 2.527 5.337 1.635 -0.037 -0.029 -0.057
Si 5.294 8.223 1.89 0.008 0.016 -0.035
Si 2.735 10.725 1.509 -0.014 0.038 -0.048
Si 5.182 13.48 1.468 -0.029 -0.033 -0.021
Si 8.145 0.042 1.527 0.022 0.047 -0.032
Si 10.744 3.016 1.303 0.069 0.006 -0.099
Si 7.881 5.655 1.452 0.029 -0.019 -0.084
Si 10.592 8.227 1.422 -0.009 -0.055 -0.059
Si 8.119 10.936 1.705 0.044 0.019 -0.045
Si 10.8 13.624 1.421 -0.019 0.012 -0.084
Si 13.478 0.119 1.36 0.006 0.01 -0.04
Si 16.378 2.774 1.428 -0.021 0.034 -0.03
Si 13.6 5.476 1.512 -0.024 0.03 -0.062
Si 16.294 8.161 1.249 0.032 -0.007 -0.046
Si 13.467 10.949 1.56 -0.003 0.016 -0.048
Si 16.304 13.583 1.098 -0.039 0.021 -0.06
Si 19.067 -0.01 1.084 -0.006 0.012 -0.03
Si 21.959 2.689 1.397 0.021 0 -0.04
Si 19.074 5.425 1.238 -0.011 0.002 -0.025
Si 21.853 8.161 1.098 -0.017 -0.011 -0.051
Si 19.105 10.846 1.12 -0.003 0.017 -0.085
Si 21.805 13.564 1.06 0.011 -0.004 -0.051
Si 24.648 -0.006 1.198 -0.013 -0.004 -0.068
Si 27.393 2.78 1.073 0.013 0.008 -0.062
Si 24.648 5.437 1.161 0.016 0.006 -0.068
Si 27.301 8.104 1.16 -0.004 -0.042 -0.029
Si 24.59 10.96 1.293 0.008 -0.009 -0.028
Si 27.434 13.68 1.382 0.017 0.005 -0.069
Si 30.126 0.049 1.215 0.018 -0.001 -0.077
Si 32.775 2.718 1.522 -0.021 -0.017 -0.016
Si 30.168 5.539 1.085 0.023 0.012 -0.023
Si 32.9 8.023 1.441 -0.05 -0.016 -0.073
Si 30.05 10.785 1.266 -0.002 -0.004 -0.048
Si 32.708 13.613 1.279 0.008 0.022 -0.051
Si 35.391 0.127 1.129 -0.001 0.008 -0.071
Si 38.072 2.83 1.113 0.008 -0.026 -0.053
Si 35.506 5.522 1.446 0.022 0.031 -0.052
Si 38.126 8.126 1.073 -0.014 0 -0.074
Si 35.517 10.9 1.337 0.014 0.017 -0.029
Si 38.123 13.669 1.157 0.016 -0.014 -0.056
Si 40.828 16.299 1.263 -0.001 -0.014 -0.033
Si 43.715 2.776 1.143 -0.014 0.039 -0.065
Si 40.974 5.546 1.154 0.024 0.006 -0.052
Si 43.69 8.214 1.234 0.038 -0.009 -0.06
Si 40.839 10.918 1.206 -0.024 0.011 -0.068
Si 43.61 13.595 1.242 0.002 -0.003 -0.039
Si 46.366 16.293 1.196 0.025 -0.02 -0.055
Si 48.959 2.576 1.471 -0.019 -0.03 -0.064
Si 46.385 5.457 1.344 0.009 0.008 -0.045
Si 49.021 8.082 1.67 -0.023 -0.012 -0.013
Si 46.351 10.884 1.359 0.012 -0.012 -0.043
Si 49.075 13.565 1.286 -0.008 0.001 -0.048
Si 51.743 16.275 1.383 -0.003 0.026 -0.061
Si 54.37 2.657 1.543 -0.003 0.019 -0.046
Si 51.645 5.399 1.707 -0.013 -0.003 -0.028
Si 54.315 8.169 1.711 0.016 0.011 -0.042
Si 51.741 10.713 1.791 -0.004 -0.005 -0.051
Si 54.293 13.459 1.54 -0.016 -0.017 -0.073
Si 57.026 16.297 1.436 -0.005 0 -0.053
Si 59.652 2.771 1.474 0.004 0.007 -0.062
Si 56.965 5.413 1.368 0.007 -0.014 -0.047
Si 59.696 7.996 1.557 -0.031 -0.016 -0.037
Si 57.073 10.781 1.4 0.015 -0.011 -0.04
Si 59.737 13.507 1.483 -0.006 -0.006 -0.012
Si 62.356 0.02 1.203 0.019 -0.031 -0.026
Si 65.201 2.686 1.388 0.003 0.025 -0.052
Si 62.446 5.324 1.144 -0.049 -0.001 -0.022
Si 0.017 8.088 1.299 0.001 0.008 -0.034
Si 62.413 10.847 1.443 0.006 0.01 -0.037
Si 65.081 13.604 1.383 -0.011 -0.002 -0.051
Si 1.247 1.335 2.789 0.01 0.013 0.005
Si 3.926 4.011 2.936 0.014 0.009 0.013
Si 1.199 6.79 2.881 0.021 0.032 0.038
Si 3.929 9.576 3.124 -0.009 0.008 0.053
Si 1.244 12.196 2.678 0.019 0.009 -0.018
Si 3.84 14.865 2.805 0.019 0.054 0.019
Si 6.737 1.475 2.787 -0.038 -0.013 0.015
Si 9.347 4.254 2.722 -0.019 -0.014 0.005
Si 6.686 6.823 3.063 0.005 0.012 0.061
Si 9.442 9.533 2.985 -0.008 -0.011 0.059
Si 6.665 12.317 2.892 -0.017 -0.004 0.038
Si 9.458 14.959 2.82 0.002 -0.002 0.013
Si 12.093 1.515 2.649 -0.025 0.044 -0.009
Si 14.948 4.062 2.786 0.018 -0.015 0.013
Si 12.11 6.88 2.699 -0.013 0.028 0.047
Si 14.943 9.512 2.658 0.011 -0.029 0.019
Si 12.147 12.334 2.875 -0.01 -0.012 0.032
Si 14.955 14.988 2.58 0.011 -0.03 0.024
Si 17.803 1.352 2.603 0.011 -0.045 0.013
Si 20.485 4.085 2.58 -0.014 0.002 0.007
Si 17.681 6.787 2.618 0.02 0.008 0.016
Si 20.484 9.509 2.519 -0.02 -0.011 0.028
Si 17.717 12.245 2.461 -0.016 -0.012 0.002
Si 20.418 14.906 2.454 0.02 0.027 0.03
Si 23.327 1.313 2.669 0.016 -0.018 0.048
Si 26.025 4.085 2.527 0.005 -0.022 0.037
Si 23.217 6.798 2.47 0.007 0.005 0.017
Si 25.938 9.484 2.55 0.018 0.015 0.014
Si 23.176 12.313 2.559 -0.03 0.009 0.014
Si 25.974 15.004 2.615 -0.01 0.001 0.015
Si 28.692 1.404 2.501 0.001 0.006 0.014
Si 31.319 4.132 2.638 -0.022 0.032 -0.006
Si 28.774 6.842 2.512 -0.033 -0.024 0.019
Si 31.45 9.47 2.607 0.007 0.009 0.01
Si 28.734 12.193 2.667 0.011 0.004 0.031
Si 31.399 14.989 2.661 0.008 -0.003 0.022
Si 34.168 1.344 2.745 0.023 -0.031 0.028
Si 36.9 4.13 2.672 -0.002 -0.037 0.025
Si 34.179 6.777 2.873 0.019 -0.003 0.045
Si 36.885 9.494 2.622 0.011 -0.035 0.029
Si 34.1 12.26 2.61 -0.017 -0.001 -0.003
Si 36.791 15.074 2.495 -0.024 -0.011 0.009
Si 39.41 1.386 2.521 0.006 0.042 0.019
Si 42.306 4.131 2.546 0.022 0.012 0.019
Si 39.551 6.857 2.502 -0.016 -0.01 -0.003
Si 42.234 9.546 2.551 0.009 0.007 -0.004
Si 39.492 12.298 2.58 -0.025 -0.025 0.038
Si 42.254 14.98 2.61 -0.014 -0.003 0.013
Si 44.985 1.359 2.554 -0.023 -0.019 -0.012
Si 47.62 4.023 2.748 0.028 0.035 -0.011
Si 44.981 6.831 2.682 -0.016 -0.002 0.017
Si 47.653 9.569 2.832 -0.015 0.013 0.027
Si 44.906 12.214 2.662 0.009 0.015 0.025
Si 47.685 14.939 2.658 0.024 0.004 0.023
Si 50.362 1.261 2.817 0.014 -0.011 0.031
Si 53.079 4.046 2.939 0 -0.009 0.024
Si 50.28 6.707 3.047 0.012 -0.009 0.031
Si 53.052 9.442 3.171 -0.008 -0.018 0.048
Si 50.317 12.238 2.814 -0.036 0.008 0.003
Si 53.006 14.918 2.827 0.009 0.007 0.002
Si 55.702 1.281 2.875 0.004 -0.004 0.021
Si 58.327 4.117 2.835 -0.012 0.01 0.031
Si 55.717 6.734 2.868 0.01 -0.012 0.016
Si 58.388 9.457 2.833 0.002 0.016 0.016
Si 55.734 12.129 2.853 -0.002 -0.018 0.037
Si 58.413 14.946 2.799 0.018 0.006 0.026
Si 61.081 1.35 2.698 0.002 -0.018 -0.013
Si 63.763 4.038 2.677 -0.006 0.025 0.017
Si 61.178 6.642 2.731 0.04 -0.02 0.022
Si 63.888 9.47 2.67 -0.013 -0.047 0.009
Si 61.07 12.156 2.856 0.017 0.005 0.029
Si 63.722 15.003 2.714 -0.021 0.022 0.017
Si 65.119 -0.012 4.117 0.001 -0.017 -0.005
Si 2.568 2.651 4.231 -0.012 -0.022 0.016
Si 65.083 5.4 4.14 -0.006 -0.008 -0.022
Si 2.548 8.121 4.297 0.02 -0.024 0.006
Si 65.186 10.844 4.088 0.027 -0.014 0.009
Si 2.515 13.547 4.173 0.004 -0.031 0.019
Si 5.31 0.006 4.06 0.04 -0.029 -0.056
Si 8.077 2.824 4.138 -0.005 0.015 0.017
Si 5.292 5.4 4.277 -0.003 0.007 0
Si 8.082 8.19 4.328 0.017 0.004 0.009
Si 5.364 10.957 4.315 0.009 -0.017 -0.013
Si 8.066 13.658 4.198 0.01 -0.006 0.009
Si 10.827 0.086 4.065 -0.003 0.009 -0.002
Si 13.536 2.72 4.069 0.005 0 0.015
Si 10.791 5.513 4.093 -0.01 0.017 0.009
Si 13.548 8.2 4.037 -0.017 -0.004 -0.012
Si 10.833 10.933 4.227 0.009 0.006 0.014
Si 13.618 13.697 4.062 -0.011 0.026 -0.002
Si 16.36 0.008 3.927 -0.005 0.01 0.002
Si 19.135 2.728 3.951 -0.01 0.009 0.029
Si 16.336 5.467 4.036 0.009 0.023 0.016
Si 19.095 8.174 3.909 0.005 -0.004 -0.007
Si 16.359 10.914 3.909 0.01 0.017 0.009
Si 19.073 13.585 3.867 0.002 0.003 0.019
Si 21.825 -0.053 3.87 -0.019 0.006 -0.015
Si 24.67 2.742 3.947 -0.003 0.011 -0.009
Si 21.862 5.467 3.886 0.017 0 0.008
Si 24.558 8.142 3.885 -0.002 -0.007 0.008
Si 21.83 10.894 3.886 -0.019 -0.002 -0.003
Si 24.571 13.631 3.923 -0.014 0 0.006
Si 27.343 0.06 3.922 0.008 0.016 0.011
Si 29.992 2.736 3.958 -0.001 -0.014 0.001
Si 27.381 5.46 3.874 0.02 0.002 -0.008
Si 30.057 8.168 3.966 -0.012 -0.004 0.011
Si 27.298 10.844 3.938 -0.017 0.004 0.008
Si 30.063 13.595 4.004 -0.009 0.012 -0.004
Si 32.769 -0.009 4.041 -0.023 -0.005 0.002
Si 35.529 2.748 4.029 -0.003 -0.006 -0.013
Si 32.727 5.399 4.061 0 0.001 -0.021
Si 35.539 8.211 4.083 0.006 0.019 0.003
Si 32.768 10.882 3.969 0 -0.007 0.001
Si 35.474 13.66 3.909 0.027 0.015 -0.009
Si 38.133 0.036 3.954 -0.01 0.004 0.014
Si 40.869 2.744 3.867 0.009 -0.005 -0.032
Si 38.259 5.501 3.974 -0.006 0.037 0
Si 40.884 8.186 3.93 0.004 0.001 0.009
Si 38.211 10.889 3.976 0.027 -0.004 -0.012
Si 40.871 13.624 3.964 -0.012 -0.008 -0.003
Si 43.6 0.031 3.958 0.012 0.001 0.009
Si 46.24 2.679 4.061 0.005 -0.015 0.01
Si 43.594 5.454 4.01 0.013 -0.005 -0.003
Si 46.267 8.176 4.12 0.001 -0.022 -0.006
Si 43.54 10.872 4.012 0.003 0.001 0.007
Si 46.275 13.594 4.018 0.024 -0.002 -0.014
Si 48.973 16.252 4.144 -0.014 -0.014 -0.013
Si 51.673 2.656 4.207 -0.027 -0.003 -0.024
Si 48.896 5.325 4.257 -0.011 -0.003 0.007
Si 51.636 8.073 4.388 0.008 0.001 -0.002
Si 48.972 10.91 4.205 0.009 -0.014 0.017
Si 51.648 13.59 4.199 -0.001 -0.012 -0.001
Si 54.354 16.251 4.223 0.001 0.007 -0.002
Si 57.044 2.693 4.204 -0.006 0.015 -0.011
Si 54.401 5.406 4.287 -0.011 0.005 0.006
Si 57.065 8.11 4.22 -0.004 0.006 -0.004
Si 54.432 10.868 4.353 -0.001 0.01 0.001
Si 57.072 13.557 4.174 -0.011 0.003 -0.027
Si 59.777 -0.009 4.136 -0.023 0.007 0.016
Si 62.451 2.682 4.094 -0.001 0.004 0.008
Si 59.785 5.392 4.173 -0.01 0.011 -0.023
Si 62.505 8.098 4.063 -0.003 0.013 -0.024
Si 59.734 10.809 4.213 -0.011 0.011 0.012
Si 62.44 13.596 4.129 0.005 -0.009 -0.012
Si 1.373 14.91 16.387 -0.01 0.024 -0.004
Si 4.061 1.311 16.374 0.002 -0.028 0.003
Si 1.352 4.086 16.423 0.003 -0.002 0
Si 4.062 6.819 16.336 -0.004 -0.02 -0.012
Si 1.355 9.475 16.424 -0.001 -0.02 0.008
Si 4.101 12.199 16.383 -0.02 0.014 0.001
Si 6.837 14.924 16.272 0.004 -0.007 -0.011
Si 9.578 1.362 16.251 -0.008 0.009 -0.005
Si 6.847 4.045 16.274 0.001 0.009 -0.012
Si 9.554 6.827 16.28 0.018 -0.021 -0.001
Si 6.846 9.515 16.387 -0.008 0.008 0.02
Si 9.621 12.241 16.266 0.005 -0.006 0.002
Si 12.332 14.966 16.237 0.001 -0.01 0.003
Si 15.053 1.362 16.132 -0.002 -0.001 -0.008
Si 12.306 4.092 16.192 -0.004 -0.002 -0.012
Si 15.024 6.813 16.098 -0.01 -0.019 -0.003
Si 12.314 9.542 16.211 0.008 0.021 0
Si 15.008 12.273 16.12 -0.013 -0.01 -0.012
Si 17.774 14.988 16.084 0.011 -0.008 -0.006
Si 20.528 1.379 16.063 0.001 0.006 -0.01
Si 17.801 4.094 16.08 0.005 -0.004 0.004
Si 20.479 6.796 15.987 -0.009 0.006 -0.005
Si 17.803 9.558 16.011 0.003 -0.015 -0.012
Si 20.529 12.314 16.023 0.001 0.002 -0.019
Si 23.24 15.018 16.135 0.007 0.012 0.006
Si 25.918 1.344 16.148 -0.005 -0.009 -0.002
Si 23.236 4.046 16.044 0.001 -0.002 -0.017
Si 25.977 6.796 16.105 -0.017 0.017 -0.014
Si 23.238 9.58 15.996 -0.011 0.015 -0.022
Si 25.952 12.288 16.123 0.007 0.017 -0.009
Si 28.592 14.946 16.183 -0.016 0.005 -0.002
Si 31.305 1.351 16.242 0.011 0.005 0.004
Si 28.63 4.073 16.224 -0.006 0.009 0
Si 31.379 6.822 16.296 0.018 0.019 0.007
Si 28.667 9.531 16.183 -0.003 0.024 -0.008
Si 31.323 12.207 16.259 -0.018 0.002 -0.014
Si 34.009 14.94 16.286 0.002 -0.023 -0.01
Si 36.728 1.371 16.332 0.012 0.014 0.006
Si 34.037 4.12 16.299 0.016 0.004 -0.002
Si 36.699 6.769 16.345 0.008 -0.004 0
Si 33.963 9.483 16.333 -0.024 -0.003 0.015
Si 36.694 12.2 16.323 -0.017 -0.006 -0.008
Si 39.422 14.95 16.318 0.008 -0.004 -0.014
Si 42.104 1.312 16.373 -0.012 -0.005 -0.008
Si 39.387 4.038 16.331 -0.008 -0.018 -0.015
Si 42.11 6.77 16.362 0.004 -0.003 -0.01
Si 39.395 9.5 16.393 -0.002 -0.001 -0.005
Si 42.1 12.23 16.393 -0.006 0.002 0
Si 44.784 14.958 16.418 -0.001 0.013 -0.014
Si 47.517 1.353 16.4 0.003 -0.008 0.004
Si 44.807 4.086 16.376 0.001 0.004 -0.001
Si 47.535 6.814 16.418 0.006 0.009 -0.004
Si 44.846 9.533 16.387 0.004 0.006 -0.016
Si 47.518 12.238 16.453 -0.005 0.007 0.003
Si 50.248 14.966 16.445 -0.002 -0.01 -0.001
Si 52.979 1.37 16.47 -0.006 -0.001 -0.005
Si 50.238 4.096 16.442 0.017 0.016 0
Si 52.972 6.814 16.456 0.011 0.007 -0.001
Si 50.253 9.549 16.436 0.008 0.004 -0.015
Si 52.927 12.237 16.459 -0.019 0.001 -0.011
Si 55.681 14.967 16.451 0.006 -0.011 -0.004
Si 58.433 1.364 16.46 0.011 0.004 0
Si 55.706 4.102 16.449 0.003 0 0.001
Si 58.416 6.798 16.459 0.006 0.003 -0.001
Si 55.67 9.515 16.478 0 0.001 -0.002
Si 58.386 12.256 16.463 0.007 -0.025 -0.008
Si 61.125 14.957 16.465 -0.001 -0.003 0.004
Si 63.874 1.39 16.375 -0.013 -0.001 -0.024
Si 61.159 4.067 16.443 -0.003 0.01 -0.014
Si 63.911 6.777 16.45 0.006 0.011 -0.014
Si 61.141 9.497 16.421 -0.002 -0.01 -0.015
Si 63.868 12.216 16.427 0.001 0.005 -0.01
Si 2.745 -0.096 17.78 0.022 -0.023 0.024
Si 5.476 2.699 17.632 0.019 0.021 0.011
Si 2.728 5.493 17.742 0.006 0.033 0.004
Si 5.427 8.135 17.719 -0.003 0.013 -0.013
Si 2.762 10.812 17.762 0.025 0.016 0.007
Si 5.495 13.59 17.681 0.022 0.023 0
Si 8.246 -0.059 17.577 -0.005 -0.029 -0.021
Si 10.969 2.729 17.58 -0.007 -0.01 -0.001
Si 8.21 5.411 17.616 -0.003 0 -0.007
Si 10.945 8.211 17.602 -0.018 0.001 -0.015
Si 8.3 10.897 17.674 -0.009 -0.014 -0.024
Si 11.016 13.577 17.626 0.002 0.003 0.008
Si 13.718 0.034 17.553 0 -0.004 0.002
Si 16.452 2.725 17.422 -0.013 -0.009 0.006
Si 13.656 5.494 17.503 0.002 0.008 0.017
Si 16.482 8.159 17.332 0.012 0.016 -0.016
Si 13.691 10.923 17.535 -0.024 0.009 0.026
Si 16.367 13.658 17.424 -0.01 0.001 -0.008
Si 19.192 0.005 17.398 -0.014 0.007 0.008
Si 21.884 2.727 17.434 0.01 -0.01 0.004
Si 19.196 5.441 17.414 0.019 -0.005 0.01
Si 21.84 8.206 17.233 0.011 0.006 0.008
Si 19.131 10.987 17.318 0.002 0.009 0.026
Si 21.899 13.61 17.438 -0.005 -0.004 -0.017
Si 24.561 0.051 17.565 -0.03 0.001 0.033
Si 27.248 2.679 17.546 0 -0.004 -0.002
Si 24.633 5.36 17.373 -0.007 -0.012 0.008
Si 27.302 8.169 17.492 0.017 -0.012 0.029
Si 24.53 10.957 17.395 -0.031 -0.005 -0.015
Si 27.297 13.566 17.582 -0.001 -0.034 0.034
Si 29.884 0.005 17.564 -0.003 -0.01 -0.016
Si 32.661 2.735 17.58 -0.023 -0.002 -0.003
Si 30.005 5.436 17.58 -0.006 -0.023 0.016
Si 32.662 8.147 17.818 0.002 -0.005 0.012
Si 29.995 10.832 17.641 0.007 0.015 -0.009
Si 32.624 13.589 17.638 0.022 -0.004 0.004
Si 35.384 -0.04 17.645 0.002 0.007 -0.011
Si 38.024 2.749 17.759 0.002 0.015 0.022
Si 35.351 5.448 17.767 -0.002 -0.016 0.023
Si 38.037 8.098 17.737 -0.006 0.004 0.012
Si 35.301 10.849 17.676 0.024 0.02 0.011
Si 38.054 13.587 17.645 0.017 -0.008 -0.025
Si 40.77 -0.079 17.746 0.016 -0.012 0.021
Si 43.425 2.723 17.71 -0.006 -0.011 -0.021
Si 40.75 5.364 17.689 0.016 0.008 -0.027
Si 43.487 8.141 17.685 0.007 -0.01 -0.024
Si 40.732 10.885 17.764 0.008 -0.008 0.006
Si 43.43 13.586 17.792 -0.004 0.017 -0.011
Si 46.114 0.039 17.761 -0.001 -0.013 -0.003
Si 48.878 2.699 17.766 -0.017 -0.007 -0.004
Si 46.175 5.427 17.748 0 0.017 0.01
Si 48.866 8.221 17.775 0.004 0.007 -0.016
Si 46.148 10.884 17.833 -0.007 0 -0.001
Si 48.895 13.599 17.802 0.005 -0.011 0.014
Si 51.593 0.018 17.823 0.019 0.007 -0.009
Si 54.356 2.751 17.807 -0.013 0.002 0.014
Si 51.59 5.475 17.803 -0.003 -0.012 0.023
Si 54.318 8.155 17.86 -0.017 0.004 0
Si 51.591 10.875 17.858 -0.005 0.015 0.014
Si 54.262 13.639 17.783 -0.002 0 -0.018
Si 57.063 -0.002 17.802 -0.006 -0.001 0.002
Si 59.78 2.746 17.823 -0.003 -0.012 0.018
Si 57.042 5.467 17.835 0.006 0.009 -0.003
Si 59.805 8.141 17.8 -0.011 0.018 0.014
Si 57.017 10.901 17.821 0.006 0.006 0.019
Si 59.726 13.62 17.842 -0.004 0.027 -0.001
Si 62.5 0.071 17.734 0.005 0.007 0
Si 65.249 2.708 17.751 -0.001 0.001 0.001
Si 62.566 5.385 17.796 0 -0.008 -0.008
Si 65.259 8.146 17.825 0.001 -0.024 0.014
Si 62.487 10.852 17.775 0.006 -0.009 -0.024
Si 65.275 13.567 17.738 -0.028 -0.012 -0.01
Si 1.327 1.304 19.049 -0.008 -0.045 -0.031
Si 4.176 4.127 18.988 0.023 0.006 -0.037
Si 1.38 6.816 19.2 0.001 0.002 -0.038
Si 4.185 9.527 19.184 0.009 -0.009 0.024
Si 1.299 12.105 19.071 -0.01 -0.009 0.001
Si 4.113 14.804 19.152 -0.048 -0.001 -0.022
Si 6.806 1.22 18.892 -0.025 -0.039 -0.032
Si 9.612 4.073 18.955 0.022 0.044 -0.009
Si 6.774 6.679 18.976 -0.055 -0.02 -0.022
Si 9.653 9.546 19.069 0.045 0.024 -0.001
Si 6.993 12.338 18.985 0.007 0.026 -0.007
Si 9.689 14.993 18.957 0.001 -0.017 -0.029
Si 12.384 1.409 18.924 0.005 0.01 -0.01
Si 15.111 4.134 18.731 0.009 -0.017 -0.035
Si 12.281 6.826 18.929 0.002 -0.033 -0.016
Si 15.178 9.516 18.678 -0.002 0.009 -0.029
Si 12.374 12.228 19.035 -0.004 0.017 -0.023
Si 15.096 14.993 18.891 0 -0.009 -0.012
Si 17.865 1.372 18.739 -0.013 0.019 -0.045
Si 20.566 4.09 18.795 -0.004 0.011 -0.006
Si 17.852 6.849 18.697 -0.012 0.007 -0.014
Si 20.566 9.649 18.553 0.008 -0.007 -0.033
Si 17.739 12.297 18.703 0.005 -0.026 -0.029
Si 20.541 14.962 18.76 0.014 0.002 -0.016
Si 23.192 1.472 18.926 0.03 -0.002 -0.03
Si 25.886 4.023 18.89 -0.027 -0.026 0.006
Si 23.188 6.778 18.474 -0.025 0.003 -0.046
Si 25.874 9.596 18.692 0.015 0.009 -0.026
Si 23.241 12.285 18.853 0.015 0.016 -0.013
Si 25.908 14.942 18.884 0.005 0.021 -0.027
Si 28.564 1.351 18.984 -0.01 0.004 0.004
Si 31.328 4.067 18.983 -0.002 0.009 -0.023
Si 28.652 6.821 18.897 0.017 0.013 -0.029
Si 31.236 9.508 19.175 0.004 -0.029 0.01
Si 28.642 12.169 18.999 -0.013 0.03 -0.018
Si 31.161 14.926 18.92 -0.022 -0.029 -0.01
Si 34.006 1.359 18.904 0.018 0.004 -0.013
Si 36.661 4.106 19.204 0.032 -0.029 -0.019
Si 34.055 6.793 19.233 -0.006 0.035 0.006
Si 36.609 9.447 19.048 -0.021 -0.01 -0.031
Si 33.964 12.243 19.038 0 0.004 -0.036
Si 36.725 14.908 19.033 -0.027 -0.01 -0.006
Si 39.404 1.323 19.025 0.003 0.019 -0.035
Si 42.059 4.02 19.108 0.005 -0.012 0
Si 39.392 6.659 19.061 -0.029 -0.006 -0.024
Si 42.135 9.476 19.037 -0.013 0.012 -0.038
Si 39.343 12.29 19.095 0.006 0.002 -0.01
Si 42.06 14.867 19.218 -0.025 -0.008 0.004
Si 44.731 1.412 19.12 0.007 -0.004 -0.014
Si 47.487 4.017 19.108 -0.022 -0.009 -0.014
Si 44.822 6.81 19.082 -0.01 0.018 -0.041
Si 47.533 9.552 19.202 0.021 -0.016 0
Si 44.762 12.247 19.193 0.003 0 -0.01
Si 47.499 15.005 19.072 0.01 -0.002 -0.04
Si 50.256 1.411 19.174 0.002 0 -0.012
Si 52.979 4.121 19.144 0.017 0.01 -0.028
Si 50.202 6.869 19.125 0.024 0.002 -0.014
Si 52.949 9.5 19.236 0.003 -0.012 -0.015
Si 50.226 12.242 19.226 -0.018 0.011 -0.037
Si 52.947 14.997 19.201 -0.01 -0.01 -0.013
Si 55.75 1.395 19.148 0.006 -0.001 -0.022
Si 58.419 4.129 19.186 0.001 -0.003 -0.011
Si 55.681 6.799 19.24 0.001 -0.001 -0.003
Si 58.412 9.512 19.128 -0.002 0.003 -0.037
Si 55.584 12.279 19.131 0.014 -0.015 -0.007
Si 58.363 14.989 19.244 -0.001 -0.013 -0.01
Si 61.151 1.389 19.172 0.022 -0.018 -0.041
Si 63.925 4.031 19.192 -0.012 0.031 -0.003
Si 61.21 6.758 19.12 0.004 0.003 -0.025
Si 63.824 9.497 19.157 -0.002 -0.001 -0.033
Si 61.1 12.2 19.112 -0.031 -0.027 -0.022
Si 63.928 15.042 18.992 0.018 0.039 -0.043
Si 65.298 -0.027 20.486 -0.01 0.008 0.02
Si 2.762 2.721 20.185 0.017 -0.008 0.054
Si 65.298 5.369 20.562 0.024 0.029 0.048
Si 2.737 8.239 20.601 0.019 -0.02 0.05
Si 65.156 10.859 20.519 0.027 0.028 0.041
Si 2.731 13.308 20.448 0.044 0.018 0.006
Si 5.508 -0.09 20.426 0.019 -0.012 0.021
Si 8.235 2.574 20.126 -0.009 0.023 0.037
Si 5.539 5.36 20.52 0.03 -0.022 0.071
Si 8.185 8.046 20.174 -0.031 0 0.047
Si 5.784 10.923 20.351 0.002 -0.043 0.02
Si 8.349 13.684 20.388 -0.013 -0.002 0.048
Si 11.098 0.021 20.314 -0.028 -0.016 0.065
Si 13.774 2.839 20.163 0.005 0.02 0.056
Si 10.93 5.442 20.386 -0.007 0.03 0.068
Si 13.864 8.187 20.036 -0.009 -0.039 0.036
Si 11.037 10.869 20.538 0.036 -0.006 0.037
Si 13.82 13.639 20.337 -0.012 -0.014 0.055
Si 16.555 0.023 20.144 0.019 -0.012 0.073
Si 19.232 2.696 20.125 0.005 -0.018 0.063
Si 16.547 5.461 20.034 -0.004 0.007 0.035
Si 19.233 8.319 19.863 -0.021 0.018 0.058
Si 16.502 10.847 20.069 0.025 -0.009 0.058
Si 19.094 13.64 20.039 -0.007 0.01 0.044
Si 21.868 -0.022 20.172 0.025 -0.015 0.04
Si 24.474 2.86 20.42 -0.021 0.011 0.053
Si 21.963 5.546 19.994 0.028 -0.034 0.086
Si 24.499 8.108 19.788 0.009 -0.027 0.036
Si 21.859 10.869 20.085 0.011 0.014 0.058
Si 24.595 13.587 20.295 -0.012 -0.021 0.059
Si 27.192 -0.031 20.318 -0.016 -0.012 0.067
Si 29.918 2.737 20.332 0 0.017 0.05
Si 27.302 5.394 20.149 0.039 -0.04 0.025
Si 29.85 8.081 20.522 0.009 0.005 0.063
Si 27.171 10.781 20.226 0.037 0.018 0.041
Si 29.928 13.57 20.44 0.003 -0.021 0.038
Si 32.513 0.058 20.112 -0.017 0.022 0.027
Si 35.278 2.602 20.436 0.027 0.001 0.031
Si 32.658 5.349 20.477 -0.004 -0.006 0.049
Si 35.421 8.165 20.673 0.015 0.003 0.057
Si 32.63 10.916 20.485 0.012 0.029 0.057
Si 35.342 13.607 20.406 -0.004 -0.024 0.055
Si 38.085 -0.061 20.373 0.028 0.005 0.046
Si 40.719 2.627 20.468 -0.006 -0.029 0.094
Si 38.082 5.451 20.626 -0.01 -0.009 0.033
Si 40.773 8.041 20.309 0.017 0.001 0.029
Si 37.916 10.887 20.313 -0.027 0.02 0.04
Si 40.659 13.511 20.652 0.013 0.018 0.032
Si 43.393 0.038 20.486 -0.021 -0.007 0.038
Si 46.046 2.772 20.535 -0.004 0.033 0.037
Si 43.425 5.423 20.384 0.018 0.008 0.069
Si 46.194 8.138 20.503 0.005 -0.023 0.046
Si 43.398 10.827 20.51 0.016 0.012 0.077
Si 46.153 13.667 20.465 -0.002 0.014 0.069
Si 48.819 0.075 20.448 -0.015 -0.008 0.048
Si 51.617 2.799 20.529 0.014 -0.001 0.05
Si 48.849 5.428 20.373 0.015 -0.01 0.038
Si 51.538 8.153 20.595 0 0.008 0.054
Si 48.818 10.914 20.647 0.015 0.031 0.07
Si 51.607 13.63 20.581 0.005 0.003 0.031
Si 54.303 0.127 20.481 -0.031 0.006 0.051
Si 57.084 2.75 20.557 0.005 -0.002 0.026
Si 54.304 5.437 20.597 -0.003 -0.007 0.05
Si 57.081 8.167 20.549 0.023 0.021 0.036
Si 54.312 10.908 20.569 -0.007 0.006 0.018
Si 56.858 13.662 20.523 -0.006 0.046 0.04
Si 59.747 0.077 20.569 -0.007 0.02 0.031
Si 62.571 2.683 20.581 -0.015 0.002 0.06
Si 59.864 5.452 20.508 -0.006 -0.02 0.039
Si 62.527 8.083 20.537 0.033 0.003 0.048
Si 59.737 10.873 20.522 -0.005 0.003 0.052
Si 62.489 13.697 20.222 0 0.017 0.052
Si 1.204 14.619 21.654 0.153 0.126 -0.729
Si 4.216 1.543 21.526 -0.015 -0.281 -0.655
Si 1.722 4.157 21.682 -0.396 -0.146 -0.66
Si 3.872 6.529 21.782 0.266 0.296 -0.73
Si 0.995 9.309 21.908 0.236 0.167 -0.689
Si 4.289 12.011 21.751 -0.181 -0.142 -0.632
Si 7.262 15.297 21.742 -0.264 -0.221 -0.718
Si 9.48 1.186 21.533 0.124 0.09 -0.727
Si 6.644 3.475 21.547 0.034 0.391 -0.695
Si 9.325 6.679 21.646 0.201 -0.198 -0.753
Si 7.165 9.489 21.67 -0.06 0.08 -0.669
Si 9.936 12.628 21.781 -0.124 -0.343 -0.699
Si 12.264 14.801 21.686 0.234 0.147 -0.722
Si 15.473 1.722 21.293 -0.11 -0.07 -0.783
Si 12.733 4.461 21.531 -0.166 -0.228 -0.737
Si 15.033 6.628 21.339 0.171 0.184 -0.733
Si 12.921 9.721 21.484 -0.365 -0.019 -0.65
Si 15.069 11.996 21.483 0.07 0.261 -0.67
Si 18.1 15.186 21.52 -0.205 -0.09 -0.742
Si 20.307 1.097 21.476 0.075 0.102 -0.699
Si 17.695 3.917 21.363 0.169 0.176 -0.747
Si 20.782 7.183 21.109 0.001 -0.057 -0.748
Si 18.137 9.741 21.335 -0.191 -0.106 -0.759
Si 20.198 12.026 21.268 0.15 -0.004 -0.684
Si 23.424 15.199 21.548 -0.124 -0.198 -0.765
Si 25.59 1.139 21.593 0.149 0.166 -0.816
Si 23.489 4.768 21.607 -0.033 -0.308 -0.679
Si 25.802 6.797 21.173 -0.01 -0.06 -0.493
Si 23.038 9.171 21.202 -0.035 0.205 -0.66
Si 26.174 12.392 21.615 -0.253 -0.105 -0.738
Si 28.303 14.709 21.703 0.164 0.204 -0.775
Si 31.452 1.521 21.609 -0.213 -0.098 -0.724
Si 28.799 4.343 21.634 -0.063 -0.132 -0.745
Si 31.082 6.472 21.8 0.079 0.226 -0.73
Si 27.93 9.022 21.61 0.211 -0.001 -0.721
Si 31.634 12.609 21.816 -0.342 -0.288 -0.685
Si 33.717 14.953 21.428 0.303 0.003 -0.705
Si 36.849 1.375 21.706 -0.27 -0.175 -0.707
Si 33.721 3.69 21.81 0.177 0.23 -0.668
Si 37.243 7.234 22 -0.207 -0.112 -0.705
Si 34.158 9.789 21.872 -0.045 -0.197 -0.724
Si 36.399 11.976 21.758 0.08 0.089 -0.732
Si 39.553 15.242 21.895 -0.038 -0.269 -0.641
Si 41.842 1.116 21.906 0.153 0.144 -0.757
Si 39.075 3.634 21.793 0.194 0.319 -0.759
Si 42.343 6.985 21.714 -0.359 -0.242 -0.645
Si 39.357 9.462 21.423 -0.068 -0.002 -0.495
Si 41.609 11.64 21.816 0.163 0.239 -0.708
Si 45.068 15.316 21.71 -0.118 -0.136 -0.737
Si 47.261 1.238 21.789 0.228 0.161 -0.693
Si 44.869 4.365 21.869 -0.04 -0.251 -0.631
Si 47.26 6.444 21.736 0.009 0.136 -0.626
Si 44.601 9.268 21.785 0.298 0.334 -0.634
Si 47.705 12.631 21.87 -0.108 -0.276 -0.702
Si 49.959 14.83 21.739 0.161 0.092 -0.737
Si 53.181 1.669 21.868 -0.173 -0.099 -0.699
Si 50.453 4.431 21.744 -0.02 -0.157 -0.733
Si 52.708 6.59 21.908 0.188 0.151 -0.696
Si 50.424 9.75 21.94 -0.357 -0.264 -0.698
Si 52.699 12 21.914 0.326 0.335 -0.685
Si 55.519 15.109 21.921 0.225 -0.129 -0.731
Si 58.749 1.775 21.921 -0.209 -0.307 -0.753
Si 55.463 3.82 21.876 0.081 0.214 -0.713
Si 58.698 7.003 21.815 -0.193 -0.09 -0.722
Si 55.924 9.761 21.844 -0.111 -0.153 -0.682
Si 58.039 12.04 21.698 0.099 0.006 -0.748
Si 61.352 15.125 21.685 -0.252 -0.087 -0.759
Si 63.63 0.986 21.864 0.257 0.202 -0.73
Si 61.056 3.945 21.882 0.206 0.171 -0.726
Si 64.143 6.944 21.888 -0.218 -0.15 -0.758
Si 60.886 9.227 21.779 0.053 0.124 -0.74
Si 64.041 12.674 21.577 0 -0.306 -0.705
Si 7.837 14.396 28.949 0.124 0.192 0.057
Si 2.15 3.923 24.57 0.098 -0.035 -0.094
Si 5.145 9.948 23.77 -0.109 0.032 -0.185
Si 5.548 2.133 26.793 0.044 0.069 0.034
Si 0.773 10.689 24.692 0.064 -0.055 -0.081
Si 10.48 1.599 24.364 -0.012 0.012 -0.164
Si 7.915 2.706 31.763 -0.077 -0.018 0.027
Si 8.303 1.245 26.325 0.013 -0.031 -0.052
Si 12.313 9.01 24.282 0.04 -0.087 0.032
Si 9.238 5.125 26.328 -0.022 -0.001 -0.008
Si 9.473 8.939 23.523 -0.061 0.022 -0.194
Si 9.191 12.675 24.836 -0.067 0.096 -0.21
Si 8.891 8.113 26.317 -0.006 0.06 -0.043
Si 13.071 7.436 26.601 0.124 0.003 -0.092
Si 12.086 4.764 27.045 0.016 -0.045 -0.065
Si 18.869 11.785 27.634 -0.005 -0.026 0.018
Si 13.651 10.069 26.642 0.133 -0.101 -0.09
Si 18.307 8.952 27.883 -0.013 -0.107 -0.06
Si 20.75 1.994 24.366 -0.055 -0.01 -0.072
Si 33.562 3.67 27.405 -0.001 -0.079 -0.02
Si 15.874 8.326 26.34 -0.043 -0.103 0.085
Si 19.127 5.737 23.408 -0.006 -0.013 -0.043
Si 15.081 1.583 24.207 0.032 0.014 -0.057
Si 16.4 13.694 23.676 0.066 -0.061 -0.093
Si 20.051 -0.207 26.159 -0.001 0.028 -0.041
Si 23.031 3.523 30.429 0.091 -0.08 0.021
Si 21.839 4.689 24.398 0.055 0.072 -0.19
Si 20.596 11.2 30.115 0.02 0.009 0.053
Si 28.318 9.537 30.294 -0.178 0.044 0.136
Si 31.053 -0.126 26.631 0.05 0.072 -0.008
Si 34.547 6.379 28.764 -0.017 -0.033 0.11
Si 29.631 0.239 23.853 -0.024 0.023 -0.161
Si 32.674 8.038 24.099 -0.03 -0.02 -0.196
Si 30.312 2.199 31.294 0.001 0.055 -0.013
Si 28.02 9.661 24.609 -0.075 -0.006 0.02
Si 35.985 2.695 28.662 0.009 0.12 0.046
Si 34.994 12.698 31.07 0.041 -0.058 0.219
Si 34.751 3.237 24.584 0.071 0.057 -0.04
Si 33.668 15.061 25.913 -0.092 -0.067 -0.027
Si 34.95 0.325 23.796 0.142 0.03 -0.115
Si 38.647 11.828 28.815 -0.044 -0.056 -0.174
Si 48.049 7.026 24.606 0.021 0.03 -0.023
Si 43.513 2.05 26.908 0.071 0.121 0.036
Si 41.989 14.664 26.203 0.004 -0.014 -0.025
Si 42.626 3.736 29.461 -0.161 0.073 0.023
Si 39.953 7.321 26.329 -0.101 0.047 -0.036
Si 43.066 6.73 30.229 -0.065 0.028 0.13
Si 41.088 12.162 24.544 0.053 0.099 -0.111
Si 44.27 9.497 24.762 0.096 -0.091 -0.096
Si 52.729 9.109 29.052 -0.025 -0.019 -0.049
Si 48.986 2.709 23.934 0.011 -0.027 -0.123
Si 52.078 11.339 30.938 -0.049 -0.118 0.093
Si 40.059 3.307 24.746 -0.001 -0.019 -0.003
Si 50.282 13.238 28.01 0.048 -0.029 0.018
Si 48.642 0.82 27.527 -0.114 -0.066 0.098
Si 49.022 4.679 26.183 0.008 0.056 0.024
Si 57.471 0.124 24.077 -0.054 -0.026 -0.035
Si 56.034 12.042 25.864 0.028 0.032 0.057
Si 56.147 14.945 30.871 0.065 0.06 0.138
Si 54.041 13.479 24.098 -0.07 0.022 0.024
Si 49.377 9.696 24.891 -0.023 -0.011 -0.145
Si 63.819 3.452 26.449 -0.144 0.029 0.034
Si 61.189 6.389 26.706 -0.026 0.031 -0.046
Si 61.359 10.276 24.616 -0.078 -0.01 -0.159
Si 59.419 13.989 23.813 -0.031 0.099 -0.268
Si 61.545 1.584 26.77 0.023 -0.022 -0.185
Si 64.517 14.616 26.117 0.008 -0.025 0.081
Si 2.549 1.398 26.263 0.048 0.032 -0.006
Si 62.648 5.423 24.244 -0.049 -0.055 -0.154
Si 6.216 12.201 25.515 0.064 -0.111 -0.017
Si 63.367 12.406 24.439 0.115 -0.014 -0.044
Si 63.833 15.188 29.209 0.047 -0.065 0.026
Si 65.011 4.227 29.155 -0.008 -0.109 -0.033
Si 2.911 -0.139 23.73 -0.033 0.022 -0.142
Si 62.965 7.733 31.348 0.014 -0.01 0.084
Si 3.98 7.443 24.816 0.049 -0.055 -0.031
Si 4.338 7.493 29.908 -0.055 -0.016 0.036
Si 7.788 4.854 23.71 0.019 0.032 -0.037
Si 7.058 7.907 28.657 -0.015 0.022 0.047
Si 10.034 12.514 29.111 -0.045 0.073 -0.002
Si 5.055 4.845 25.322 -0.109 -0.105 0.024
Si 7.635 4.988 28.743 -0.04 0.152 0.008
Si 10.214 15.429 25.831 -0.049 -0.014 0.05
Si 5.329 14.274 23.681 0.055 0.013 -0.095
Si 11.13 0.954 30.729 -0.139 0.117 0.049
Si 16.68 2.707 27.924 0.105 0.026 -0.013
Si 12.837 3.491 24.447 0.046 -0.049 -0.166
Si 16.962 7.798 23.547 0.111 -0.106 -0.174
Si 14.373 10.777 30.56 -0.034 -0.087 0.135
Si 21.726 6.034 30.631 -0.006 0.059 0.053
Si 10.908 14.551 31.01 -0.012 0.02 0.001
Si 18 1.788 25.47 0.048 -0.032 -0.032
Si 14.32 3.964 28.846 -0.074 0.043 0.07
Si 21.075 13.22 26.159 -0.084 0.109 0.042
Si 16.588 13.566 26.739 0.009 0.021 -0.073
Si 15.537 -0.267 28.087 -0.051 -0.116 0.154
Si 22.011 13.382 28.846 0.027 -0.09 0.093
Si 29.116 15.843 30.797 0.118 -0.12 -0.02
Si 24.084 6.257 25.841 0.046 0.095 0.038
Si 27.416 2.478 23.771 0.038 -0.003 -0.155
Si 22.132 13.106 23.293 -0.01 0.153 -0.143
Si 26.176 4.034 26.225 -0.052 0.044 0.06
Si 30.277 8.601 26.111 0.027 0 -0.019
Si 40.053 0.695 29.183 -0.045 0.007 0.078
Si 25.009 9.097 25.54 -0.053 -0.082 0.019
Si 32.181 7.593 30.483 0.081 0.04 0.084
Si 24.273 10.885 23.34 0.034 0.04 0.041
Si 26.407 0.131 30.232 -0.029 0.131 0.106
Si 47.788 8.803 29.21 0.006 -0.025 0.002
Si 39.768 4.583 30.347 0.132 -0.154 0.009
Si 34.828 8.136 26.146 -0.054 -0.012 -0.183
Si 37.213 6.799 25.064 -0.006 -0.004 -0.099
Si 34.241 11.238 26.343 0.015 0.077 0.059
Si 34 13.401 28.444 -0.054 -0.021 0.028
Si 42.81 1.132 30.593 -0.046 0.001 0.212
Si 40.426 7.125 29.144 0.099 -0.122 0.004
Si 42.607 11.126 30.359 0.08 -0.047 0.13
Si 39.644 10.445 26.397 -0.109 0.103 0.007
Si 44.927 9.103 30.316 0.032 -0.025 0.13
Si 38.302 13.395 23.904 -0.057 0.115 -0.033
Si 44.475 14.964 24.668 0.064 0.033 -0.042
Si 51.725 4.471 29.832 0.087 0.084 0.082
Si 46.908 5.908 28.247 0.062 0.037 -0.058
Si 47.975 14.47 26.777 -0.112 0.037 0.031
Si 43.591 13.35 28.507 -0.104 0.011 -0.067
Si 46.681 3.776 30.428 -0.007 0.063 0.098
Si 51.031 2.86 27.493 0.133 0.062 -0.01
Si 54.083 4.712 31.579 -0.064 -0.126 0.05
Si 44.885 12.107 26.041 0.029 0.034 -0.063
Si 54.646 7.871 24.033 -0.021 0.042 -0.171
Si 52.268 15.014 26.261 0.022 -0.047 -0.006
Si 56.897 5.618 23.994 0.009 0.042 -0.127
Si 62.325 5.638 29.354 -0.028 0.041 0.003
Si 59.121 11.764 25.637 -0.027 0.009 -0.095
Si 62.101 9.05 27.197 0.024 0.074 0.045
Si 61.332 11.035 29.501 -0.034 -0.05 -0.053
Si 1.679 12.674 26.549 0.054 -0.052 -0.015
Si 58.935 2.475 27.918 0.127 -0.003 0.021
Si 61.015 15.478 28.759 -0.059 0.025 -0.027
Si 63.818 1.036 24.929 -0.24 -0.026 -0.095
Si 65.171 8.648 26.973 -0.054 0.128 -0.06
Si 3.253 13.993 28.587 -0.065 0.233 -0.007
Si 59.615 13.031 28.213 0.001 -0.028 -0.143
Si 60.968 3.113 30.272 -0.102 0.003 0.1
Si 1.464 6.388 25.936 -0.062 0.133 -0.057
Si 3.284 2.416 31.326 -0.151 -0.029 0.154
Si 4.861 4.652 30.044 -0.066 0.064 0.11
Si 7.364 1.252 28.962 -0.056 -0.054 0.061
Si 64.014 10.654 30.826 -0.096 -0.124 0.106
Si 1.082 14.546 30.489 0.022 0.045 0.079
Si 2.457 0.469 29.093 0.065 -0.157 0.093
Si 8.33 13.465 31.827 0.149 -0.074 0.036
Si 3.088 9.968 31.139 -0.155 0.083 0.18
Si 12.864 15.054 27.142 0.005 0.072 -0.131
Si 5.763 12.497 28.363 -0.013 0.024 -0.013
Si 7.823 10.685 29.124 0.044 -0.019 0.014
Si 13.725 2.212 31.307 -0.046 0.111 0.145
Si 18.119 2.416 30.555 -0.018 -0.083 0.055
Si 10.867 6.141 31.495 0.09 0.019 0.094
Si 14.879 6.582 30.54 0.113 -0.081 0.127
Si 9.725 10.756 26.982 -0.039 0.036 0.074
Si 10.051 3.705 30.252 0.17 -0.036 0.121
Si 13.959 12.555 28.164 0.164 0.064 0.065
Si 20.87 1.535 30.649 0.014 0.074 0.008
Si 12.694 8.479 30.979 -0.082 0.045 0.101
Si 24.457 7.554 31.118 0.061 -0.031 0.047
Si 16.787 8.863 30.496 -0.07 0.007 0.121
Si 21.037 8.445 28.914 0.029 0.088 -0.073
Si 24.441 13.983 30.397 0.054 -0.102 0.188
Si 17.357 15.738 30.336 -0.019 -0.066 0.1
Si 13.823 15.349 24.354 -0.051 -0.039 -0.079
Si 25.751 2.932 28.958 0.067 0.022 -0.006
Si 24.039 8.1 28.137 -0.039 -0.049 0.016
Si 26.446 11.889 30.533 0.021 -0.241 -0.023
Si 20.053 15.57 29.041 -0.014 0.089 0.018
Si 28.2 4.466 28.269 -0.096 -0.041 0.037
Si 37.283 3.953 26.042 0.08 -0.085 -0.112
Si 29.543 7.233 28.75 -0.058 0.128 -0.047
Si 29.574 11.443 26.362 0.061 -0.065 -0.087
Si 29.033 12.122 29.197 -0.1 -0.034 0.037
Si 31.979 12.586 24.872 -0.004 0.055 -0.163
Si 30.707 2.6 28.185 0.008 -0.015 0.131
Si 40.611 0.874 26.363 -0.091 0.08 -0.158
Si 36.797 5.011 30.274 0.057 0.078 0.215
Si 32.961 10.353 31.385 0.044 0.003 0.005
Si 38.976 14.605 30.24 -0.016 -0.012 0.112
Si 37.408 0.638 30.296 0.028 0.02 0.069
Si 39.755 9.701 30.348 -0.001 0.083 0.235
Si 47.339 0.939 30.268 0.041 0.091 0.183
Si 37.217 12.07 26.248 0.066 -0.034 0.023
Si 31.108 14.368 29.065 0.024 0.133 -0.031
Si 42.559 7.108 24.674 0.122 0.041 -0.16
Si 50.163 10.056 27.708 -0.025 0.024 0.019
Si 43.001 3.071 24.164 -0.081 0.015 -0.233
Si 44.97 15.337 30.415 -0.043 -0.007 0.262
Si 45.302 6.976 25.862 -0.059 0.039 0.018
Si 51.178 0.439 23.945 0.024 0.037 -0.208
Si 45.969 0.238 26.623 0.069 -0.072 -0.046
Si 53.786 0.272 30.555 -0.035 0.001 0.125
Si 49.341 4.928 31.428 -0.036 0.172 0.099
Si 54.805 9.304 26.704 0.073 -0.089 0.056
Si 53.856 6.267 29.161 0.001 -0.035 -0.043
Si 49.319 10.223 31.482 0.024 0.039 0.022
Si 51.764 14.115 30.498 -0.011 0.137 0.137
Si 53.512 1.106 27.74 -0.077 -0.009 -0.062
Si 56.365 7.31 28.245 -0.067 0.036 0.102
Si 1.152 10.57 28.872 0.058 -0.092 -0.041
Si 56.544 0.592 27.091 -0.027 0.034 -0.025
Si 47.534 12.218 24.841 -0.008 0.005 -0.087
Si 58.247 5.271 26.796 -0.069 0.04 -0.056
Si 63.79 1.752 30.369 -0.035 0.019 0.237
Si 2.446 5.604 28.72 -0.058 0.065 0.084
Si 57.188 7.918 31.299 0.001 -0.092 0.07
Si 59.324 10.169 31.563 0.001 0.086 -0.024
Si 56.627 13.912 28.272 -0.01 0.036 -0.081
Si 59.275 15.589 31.339 0 -0.052 0.125
Si 1.187 14.941 5.507 -0.015 -0.001 0.011
Si 3.974 1.304 5.522 0.012 0.003 -0.005
Si 1.201 4.062 5.515 0.011 0.023 0.018
Si 3.946 6.778 5.607 0.013 0.018 0.035
Si 1.204 9.53 5.571 -0.003 0 -0.001
Si 3.938 12.29 5.584 0.011 0.012 -0.001
Si 6.686 15.032 5.492 -0.02 0.006 0.014
Si 9.455 1.421 5.443 -0.006 -0.012 0.001
Si 6.71 4.076 5.573 0.003 0.002 0.011
Si 9.488 6.812 5.561 0 -0.008 0.013
Si 6.709 9.558 5.625 -0.011 0.005 0.037
Si 9.437 12.283 5.531 -0.035 -0.018 0.013
Si 12.233 15.05 5.404 0.011 0.002 -0.001
Si 14.975 1.35 5.329 0.005 -0.027 -0.003
Si 12.181 4.115 5.404 -0.008 -0.004 0
Si 14.94 6.824 5.362 0 0.003 0.002
Si 12.247 9.552 5.47 -0.01 -0.011 0.002
Si 14.999 12.266 5.322 0.004 -0.019 0
Si 17.728 14.954 5.261 0.004 -0.004 0.013
Si 20.503 1.345 5.258 0.013 -0.016 0.01
Si 17.742 4.082 5.311 -0.009 -0.016 0.014
Si 20.482 6.819 5.254 -0.009 -0.004 0.006
Si 17.727 9.548 5.27 -0.007 -0.01 -0.002
Si 20.449 12.239 5.244 0.006 0.007 0.004
Si 23.191 14.961 5.275 0.003 0.015 0.007
Si 25.995 1.388 5.317 0.003 0.01 0.015
Si 23.238 4.101 5.244 -0.004 -0.005 0
Si 25.963 6.798 5.228 0.01 0.003 -0.007
Si 23.204 9.526 5.238 -0.005 0.007 0.002
Si 25.93 12.237 5.26 -0.005 -0.017 0.019
Si 28.673 14.981 5.293 -0.019 0.004 0.012
Si 31.38 1.382 5.322 0.005 0.007 0.007
Si 28.662 4.102 5.314 -0.017 0 0.01
Si 31.389 6.811 5.36 -0.014 0.009 0.011
Si 28.674 9.516 5.307 0.013 0.024 0.015
Si 31.422 12.238 5.348 -0.001 -0.007 0.004
Si 34.132 14.949 5.363 0.001 -0.003 0.002
Si 36.835 1.369 5.387 0.008 0.011 0.013
Si 34.115 4.056 5.384 -0.007 -0.012 0.01
Si 36.884 6.812 5.383 0.001 -0.009 0.015
Si 34.126 9.56 5.373 -0.005 0.003 0.001
Si 36.816 12.27 5.294 -0.018 -0.005 -0.003
Si 39.503 14.985 5.315 0.007 0.005 0.008
Si 42.199 1.382 5.3 -0.006 0.011 -0.004
Si 39.569 4.092 5.324 0.004 -0.007 -0.002
Si 42.208 6.814 5.346 -0.003 0.007 0.003
Si 39.554 9.535 5.347 0.002 -0.001 0.012
Si 42.193 12.251 5.364 -0.017 -0.003 0.004
Si 44.914 14.973 5.37 -0.003 -0.001 0.003
Si 47.598 1.331 5.455 0.02 0.016 0.003
Si 44.893 4.068 5.412 0.003 0.011 0.001
Si 47.561 6.782 5.525 0.003 0.011 0.004
Si 44.871 9.526 5.435 0.004 0.016 0.003
Si 47.571 12.263 5.493 0.001 0.029 -0.006
Si 50.292 14.929 5.562 -0.005 0 0
Si 53.01 1.307 5.582 0.007 0.007 -0.007
Si 50.301 4 5.578 0.029 0.002 0.012
Si 53.031 6.728 5.67 -0.013 -0.01 0.012
Si 50.278 9.526 5.609 0.001 0.006 0.004
Si 53.009 12.249 5.596 -0.002 0.008 0.007
Si 55.723 14.903 5.565 -0.004 -0.006 0.018
Si 58.431 1.337 5.533 -0.009 -0.008 0.006
Si 55.734 4.033 5.619 0.017 -0.001 0.009
Si 58.461 6.774 5.554 -0.008 -0.014 -0.002
Si 55.758 9.46 5.646 0.003 -0.006 0.008
Si 58.416 12.209 5.565 -0.011 -0.013 -0.009
Si 61.112 14.946 5.521 0.012 0.002 -0.008
Si 63.803 1.352 5.501 0.005 -0.004 -0.004
Si 61.116 4.016 5.521 0.005 0.001 0.003
Si 63.793 6.775 5.528 -0.003 0 -0.006
Si 61.152 9.45 5.493 0.007 -0.006 -0.011
Si 63.826 12.22 5.464 0.009 0.022 -0.002
Si 2.6 -0.042 6.87 0.003 -0.019 -0.02
Si 5.343 2.681 6.881 0.019 -0.001 -0.01
Si 2.576 5.4 6.909 0.007 -0.001 -0.011
Si 5.333 8.162 6.921 0.015 -0.013 0.002
Si 2.602 10.88 6.914 0.014 -0.014 -0.009
Si 5.34 13.661 6.88 -0.006 0.002 -0.005
Si 8.089 0.058 6.817 -0.003 0.011 -0.003
Si 10.842 2.757 6.791 0.012 -0.005 -0.008
Si 8.1 5.446 6.887 -0.006 0.009 -0.002
Si 10.88 8.192 6.839 0.003 0.003 -0.003
Si 8.102 10.924 6.913 0.011 -0.007 -0.002
Si 10.863 13.671 6.776 0.002 0.012 -0.015
Si 13.622 0.042 6.748 0.006 0.005 0.006
Si 16.352 2.731 6.657 0.001 0.008 0.003
Si 13.585 5.465 6.731 0.002 0.01 0.003
Si 16.348 8.202 6.655 -0.009 0.01 -0.004
Si 13.644 10.931 6.738 -0.003 -0.004 0
Si 16.374 13.619 6.663 -0.001 0.012 0
Si 19.104 0.004 6.608 -0.005 -0.006 -0.005
Si 21.868 2.729 6.597 0.007 -0.006 0.001
Si 19.12 5.459 6.629 0.003 0.006 -0.002
Si 21.844 8.178 6.614 -0.001 0 -0.002
Si 19.097 10.895 6.63 0.005 0.01 -0.001
Si 21.826 13.591 6.613 -0.01 -0.009 -0.005
Si 24.578 0.013 6.613 -0.008 0.011 -0.003
Si 27.324 2.745 6.687 -0.001 -0.009 0.007
Si 24.598 5.456 6.611 0.006 -0.012 -0.008
Si 27.302 8.148 6.634 -0.002 0 -0.002
Si 24.568 10.876 6.612 -0.005 0.001 0
Si 27.296 13.606 6.622 -0.007 0.003 0.001
Si 30.029 0.009 6.674 0.003 0.003 -0.006
Si 32.743 2.704 6.72 0.005 -0.003 -0.001
Si 30.025 5.443 6.691 0.003 -0.014 -0.001
Si 32.757 8.177 6.704 0.006 0.003 -0.006
Si 30.033 10.879 6.672 -0.014 0.006 0.006
Si 32.773 13.591 6.718 0.009 -0.007 0.001
Si 35.463 0.003 6.731 -0.003 0.005 -0.001
Si 38.197 2.743 6.715 -0.005 -0.013 -0.001
Si 35.48 5.449 6.712 -0.003 0.008 -0.012
Si 38.206 8.183 6.743 0.009 -0.002 -0.003
Si 35.474 10.932 6.713 -0.011 0.004 0
Si 38.158 13.614 6.694 0.012 -0.006 -0.006
Si 40.854 0.019 6.697 -0.002 0.003 -0.001
Si 43.519 2.712 6.751 -0.001 0.011 -0.005
Si 40.875 5.448 6.734 0.01 0.001 -0.006
Si 43.52 8.156 6.781 -0.005 -0.008 0.001
Si 40.863 10.889 6.751 0.003 -0.009 0.003
Si 43.546 13.611 6.738 0.001 -0.004 -0.006
Si 46.232 -0.018 6.808 0.009 -0.001 -0.009
Si 48.92 2.659 6.897 0.005 -0.005 -0.002
Si 46.203 5.414 6.85 0.003 -0.005 0
Si 48.908 8.138 6.911 0.006 -0.003 -0.003
Si 46.212 10.882 6.826 0.002 -0.007 0.001
Si 48.921 13.582 6.9 0.005 -0.004 0.005
Si 51.64 -0.032 6.935 -0.003 -0.005 -0.003
Si 54.355 2.677 6.951 -0.013 0.003 -0.002
Si 51.638 5.368 6.963 0.007 -0.004 0.001
Si 54.375 8.126 6.992 -0.005 0 -0.004
Si 51.651 10.878 6.948 -0.001 -0.002 0
Si 54.36 13.592 6.961 -0.007 -0.004 -0.004
Si 57.076 -0.027 6.905 0 -0.003 -0.005
Si 59.776 2.682 6.918 0.008 -0.006 -0.006
Si 57.103 5.417 6.935 -0.003 -0.005 0
Si 59.804 8.134 6.915 0.005 0 -0.008
Si 57.096 10.855 6.969 -0.003 0.004 0.002
Si 59.775 13.583 6.906 -0.016 0.006 -0.005
Si 62.471 -0.018 6.885 0.002 0.001 0.004
Si 65.158 2.697 6.89 -0.02 0.004 -0.011
Si 62.454 5.405 6.892 -0.01 0.003 -0.002
Si 65.145 8.14 6.907 -0.003 0.01 -0.001
Si 62.484 10.854 6.853 0.01 -0.014 -0.015
Si 65.156 13.567 6.882 0 0.015 -0.004
Si 1.263 1.339 8.234 0.011 0.006 -0.011
Si 3.983 4.051 8.234 -0.011 0 -0.002
Si 1.248 6.79 8.261 0.013 -0.004 0
Si 3.977 9.525 8.263 0.008 -0.006 0.007
Si 1.253 12.241 8.266 0.001 0.006 -0.006
Si 3.979 14.972 8.26 0.011 0.004 0.002
Si 6.737 1.363 8.23 -0.005 -0.007 0.01
Si 9.486 4.082 8.194 -0.006 -0.01 0.003
Si 6.733 6.804 8.234 0.004 0.011 0.005
Si 9.499 9.541 8.193 -0.002 0.002 0.007
Si 6.716 12.285 8.223 0.001 -0.012 -0.003
Si 9.482 15.005 8.143 0 0.002 -0.005
Si 12.243 1.394 8.104 0.002 0.002 0.002
Si 14.986 4.09 8.031 -0.016 -0.015 -0.006
Si 12.249 6.808 8.138 -0.007 0.009 -0.004
Si 15.003 9.544 8.057 0.012 0.011 0.004
Si 12.247 12.28 8.089 0.006 -0.004 -0.004
Si 15.001 14.968 8.042 -0.005 -0.006 -0.003
Si 17.737 1.363 7.981 -0.01 -0.015 -0.009
Si 20.494 4.088 7.96 -0.003 -0.002 -0.01
Si 17.734 6.821 7.981 -0.001 -0.009 -0.011
Si 20.475 9.534 7.974 0.003 0.002 -0.003
Si 17.742 12.255 8.003 -0.006 -0.012 -0.004
Si 20.47 14.967 7.963 0.007 0.004 -0.006
Si 23.224 1.379 7.967 0.002 0.013 0.007
Si 25.941 4.106 8.003 -0.002 -0.005 0.003
Si 23.225 6.819 7.964 0.004 0.011 -0.007
Si 25.942 9.524 7.976 -0.002 0.001 -0.007
Si 23.203 12.237 7.965 -0.008 -0.01 -0.001
Si 25.936 14.967 7.977 -0.006 -0.009 -0.007
Si 28.681 1.373 8.033 -0.002 0.008 -0.001
Si 31.387 4.085 8.055 0.004 0.003 0.003
Si 28.657 6.807 8.024 -0.005 -0.006 -0.004
Si 31.387 9.53 8.051 0.002 0.002 -0.005
Si 28.663 12.255 8 0.006 0 -0.004
Si 31.391 14.968 8.041 -0.003 0.007 -0.004
Si 34.091 1.348 8.088 -0.019 -0.012 0.008
Si 36.814 4.08 8.084 0 -0.001 -0.006
Si 34.112 6.81 8.064 0 -0.003 -0.002
Si 36.814 9.544 8.077 0.005 -0.003 -0.004
Si 34.112 12.251 8.099 -0.002 0.009 0.005
Si 36.808 14.956 8.091 -0.013 0 -0.006
Si 39.512 1.365 8.097 0.013 0.023 0.001
Si 42.19 4.081 8.132 0 0.002 0.002
Si 39.518 6.8 8.115 -0.007 0.008 -0.003
Si 42.18 9.522 8.149 -0.001 0.004 -0.001
Si 39.486 12.249 8.094 0.004 -0.006 -0.005
Si 42.181 14.969 8.099 0.002 0.004 -0.008
Si 44.865 1.355 8.149 -0.001 -0.005 -0.011
Si 47.565 4.06 8.223 0.012 0.009 -0.009
Si 44.85 6.796 8.187 -0.009 -0.012 -0.005
Si 47.546 9.521 8.231 -0.001 -0.006 -0.005
Si 44.858 12.255 8.166 0.004 0.001 -0.007
Si 47.564 14.962 8.226 0.008 0 -0.002
Si 50.276 1.328 8.283 -0.002 0.005 -0.002
Si 53.002 4.031 8.321 -0.015 -0.004 0.005
Si 50.276 6.777 8.271 0.019 0.012 -0.006
Si 53.001 9.508 8.307 0.005 0.001 0.004
Si 50.273 12.234 8.281 0 0.006 -0.004
Si 52.997 14.948 8.31 0.005 0.002 -0.002
Si 55.722 1.323 8.293 0 0.001 -0.005
Si 58.439 4.051 8.296 0.005 0.015 0.002
Si 55.742 6.764 8.319 0.008 0.004 -0.005
Si 58.461 9.496 8.303 0.013 0.017 -0.005
Si 55.713 12.216 8.308 -0.015 -0.015 -0.004
Si 58.423 14.937 8.28 0 0.001 -0.003
Si 61.132 1.329 8.276 -0.006 0 -0.003
Si 63.824 4.062 8.263 0.008 0.002 -0.004
Si 61.13 6.767 8.284 -0.01 -0.007 0.002
Si 63.816 9.514 8.266 -0.004 -0.008 0
Si 61.14 12.213 8.25 0.007 0.002 -0.008
Si 63.825 14.94 8.254 -0.004 -0.013 0.001
Si 65.2 -0.023 9.611 0.003 -0.012 -0.005
Si 2.636 2.691 9.599 0.009 -0.006 -0.005
Si 65.189 5.421 9.625 -0.008 0.006 -0.004
Si 2.631 8.145 9.612 0 0.005 0.001
Si 65.191 10.867 9.627 0.009 0.002 0.001
Si 2.635 13.594 9.615 0.019 -0.006 0.001
Si 5.377 0.002 9.591 -0.002 0.008 0.006
Si 8.12 2.728 9.556 0.003 0.004 0.002
Si 5.367 5.427 9.572 0.019 0.006 -0.006
Si 8.126 8.175 9.543 -0.002 -0.008 0
Si 5.372 10.896 9.579 -0.006 0.004 0.002
Si 8.13 13.637 9.524 -0.015 0 -0.008
Si 10.873 0.038 9.472 0.004 0.007 0.002
Si 13.627 2.754 9.424 0.001 0.014 0.007
Si 10.875 5.456 9.501 0.003 0.005 0
Si 13.632 8.191 9.431 -0.002 -0.017 0.002
Si 10.891 10.921 9.479 -0.007 -0.008 0
Si 13.628 13.633 9.42 0.013 0.006 0.002
Si 16.376 0.02 9.364 0.003 -0.003 0.003
Si 19.114 2.735 9.312 0.002 0.004 -0.004
Si 16.367 5.465 9.353 -0.005 0.007 -0.002
Si 19.108 8.176 9.332 -0.005 0.01 -0.005
Si 16.378 10.909 9.377 -0.004 -0.003 0.006
Si 19.114 13.621 9.339 -0.002 0.004 -0.001
Si 21.846 0.013 9.301 0 -0.006 -0.006
Si 24.581 2.732 9.335 0.001 0.004 0.004
Si 21.86 5.45 9.314 0.003 -0.015 0.001
Si 24.587 8.168 9.339 0.011 0.012 0.002
Si 21.845 10.888 9.331 0.003 -0.002 0.006
Si 24.575 13.598 9.319 -0.015 -0.003 0
Si 27.303 -0.002 9.35 0.001 0.009 0
Si 30.034 2.72 9.41 0.006 -0.013 0.002
Si 27.306 5.446 9.377 -0.009 0.002 0.001
Si 30.024 8.159 9.389 0 0.002 -0.002
Si 27.305 10.88 9.343 -0.009 -0.005 0.001
Si 30.021 13.603 9.381 -0.005 -0.001 0
Si 32.73 -0.007 9.442 0.009 -0.002 0.006
Si 35.443 2.72 9.444 -0.005 -0.009 -0.001
Si 32.747 5.444 9.414 -0.006 -0.002 0.002
Si 35.452 8.174 9.435 -0.007 0.008 0.001
Si 32.738 10.882 9.428 0.007 -0.001 0.002
Si 35.449 13.61 9.47 -0.002 -0.005 0.006
Si 38.144 0.003 9.462 0.002 -0.011 -0.004
Si 40.832 2.722 9.494 0.007 0.003 0.004
Si 38.142 5.445 9.467 0.004 0.008 -0.004
Si 40.83 8.157 9.516 0.005 -0.013 0.006
Si 38.139 10.892 9.477 0.002 0.011 -0.001
Si 40.828 13.605 9.475 -0.006 -0.005 -0.001
Si 43.513 -0.007 9.509 0.003 0.003 -0.005
Si 46.2 2.7 9.566 0 0.005 -0.001
Si 43.508 5.431 9.545 -0.002 0.004 0.003
Si 46.194 8.152 9.577 -0.003 0.006 -0.002
Si 43.514 10.883 9.531 0.002 -0.008 0.001
Si 46.203 13.593 9.565 0.003 0.002 -0.004
Si 48.909 -0.021 9.625 0.011 0.001 0.002
Si 51.625 2.687 9.66 0.005 -0.004 0.005
Si 48.909 5.417 9.612 0 -0.004 0
Si 51.63 8.14 9.64 -0.003 0.005 0.008
Si 48.907 10.864 9.613 0.007 -0.006 -0.001
Si 51.625 13.59 9.652 -0.004 -0.002 0.002
Si 54.354 -0.014 9.666 -0.012 0 -0.002
Si 57.067 2.699 9.652 0.002 -0.003 -0.007
Si 54.36 5.413 9.663 0.002 -0.002 -0.005
Si 57.088 8.144 9.666 -0.003 -0.009 -0.004
Si 54.35 10.868 9.669 -0.002 0 0.006
Si 57.068 13.587 9.657 -0.006 0.005 -0.006
Si 59.778 -0.023 9.646 0.002 0.002 0
Si 62.486 2.697 9.636 -0.01 0.005 -0.006
Si 59.781 5.419 9.66 0 0.001 0.007
Si 62.478 8.148 9.637 -0.007 0.006 -0.001
Si 59.8 10.871 9.655 -0.001 -0.009 0.004
Si 62.486 13.575 9.629 -0.001 0.008 -0.002
Si 1.286 14.951 10.983 0.003 0.007 0
Si 4.02 1.353 10.957 0.011 0.003 0.005
Si 1.292 4.06 10.966 0.01 0.004 -0.003
Si 4.02 6.786 10.946 0.003 -0.008 0.001
Si 1.29 9.511 10.977 0.005 -0.014 0.005
Si 4.021 12.239 10.954 -0.005 -0.005 0.009
Si 6.771 14.961 10.913 0.004 -0.005 0.004
Si 9.515 1.367 10.869 -0.011 -0.002 0.005
Si 6.756 4.083 10.917 -0.012 0.002 0
Si 9.508 6.81 10.865 -0.011 -0.001 0.002
Si 6.762 9.527 10.903 0.014 0 0.001
Si 9.512 12.261 10.845 0 0.004 -0.001
Si 12.257 14.982 10.789 -0.001 -0.011 -0.001
Si 15.007 1.373 10.733 0 -0.006 -0.006
Si 12.265 4.09 10.813 0.009 -0.009 0.003
Si 15.002 6.808 10.74 0 0.016 -0.001
Si 12.259 9.54 10.8 0.006 0.013 0.005
Si 15.006 12.261 10.738 -0.003 -0.019 0.003
Si 17.75 14.979 10.7 0 -0.002 0.001
Si 20.485 1.376 10.657 -0.006 -0.001 -0.004
Si 17.747 4.091 10.677 -0.004 -0.003 -0.002
Si 20.489 6.81 10.667 0 0.005 -0.005
Si 17.747 9.534 10.699 -0.001 0.01 0
Si 20.486 12.259 10.68 0.005 -0.008 0.007
Si 23.211 14.973 10.652 0.001 0.01 -0.004
Si 25.948 1.373 10.689 -0.016 0.002 0
Si 23.223 4.096 10.68 0.005 -0.003 0.005
Si 25.951 6.817 10.715 0.004 -0.008 0.006
Si 23.227 9.539 10.683 -0.008 -0.006 -0.003
Si 25.944 12.248 10.687 0.003 0.001 -0.001
Si 28.661 14.969 10.73 -0.005 -0.001 -0.004
Si 31.374 1.363 10.793 -0.004 0.006 0.007
Si 28.667 4.087 10.744 -0.002 0.001 0.007
Si 31.38 6.802 10.761 0.007 -0.001 -0.002
Si 28.663 9.53 10.724 0.002 0.002 -0.004
Si 31.369 12.248 10.766 0.003 -0.001 -0.002
Si 34.075 14.96 10.824 -0.005 -0.003 0.009
Si 36.773 1.353 10.826 -0.001 0.004 -0.001
Si 34.078 4.08 10.801 -0.002 0.01 0.002
Si 36.779 6.804 10.823 0.003 -0.004 -0.005
Si 34.084 9.522 10.798 -0.008 -0.003 -0.003
Si 36.778 12.239 10.848 -0.008 0.001 0.006
Si 39.467 14.952 10.849 0.008 0.009 -0.003
Si 42.163 1.354 10.876 0.002 0.003 -0.002
Si 39.468 4.081 10.854 -0.007 -0.008 -0.003
Si 42.154 6.794 10.907 0.001 0.003 0.006
Si 39.461 9.518 10.868 -0.005 -0.003 -0.001
Si 42.15 12.241 10.882 0.006 -0.003 -0.004
Si 44.847 14.96 10.912 0.004 -0.004 -0.002
Si 47.549 1.355 10.962 0.009 -0.005 -0.002
Si 44.851 4.071 10.925 0.002 0.012 0.001
Si 47.552 6.796 10.953 0.004 0.004 -0.003
Si 44.844 9.525 10.93 -0.003 0.004 0.002
Si 47.545 12.236 10.954 0.002 0.008 -0.003
Si 50.262 14.953 11.002 -0.006 0.004 0.003
Si 52.988 1.342 11.024 0.001 0.004 0.008
Si 50.264 4.07 10.994 0.015 0.003 0.004
Si 52.992 6.786 11.006 0.003 0.005 0
Si 50.267 9.512 10.983 0 -0.009 0.001
Si 52.98 12.232 11.016 -0.002 0 0
Si 55.707 14.943 11.023 -0.002 -0.005 -0.001
Si 58.422 1.341 11.01 0 0.002 -0.001
Si 55.713 4.059 11.025 -0.001 -0.001 -0.002
Si 58.434 6.784 11.031 0.003 -0.003 -0.001
Si 55.713 9.506 11.017 0 0.005 -0.004
Si 58.427 12.227 11.014 0 0.004 -0.006
Si 61.137 14.935 11.003 -0.006 -0.013 0.001
Si 63.855 1.339 10.987 0 0.008 -0.012
Si 61.143 4.059 11.01 0.002 -0.001 0.001
Si 63.847 6.794 10.987 -0.003 0.01 -0.004
Si 61.143 9.507 11.023 0.002 -0.007 0.003
Si 63.849 12.226 11.003 0.001 -0.002 -0.007
Si 2.672 -0.014 12.325 0.013 0.005 -0.001
Si 5.403 2.72 12.287 0.006 0.007 -0.001
Si 2.674 5.416 12.313 -0.008 -0.001 0.002
Si 5.407 8.16 12.273 -0.001 -0.001 -0.006
Si 2.675 10.871 12.32 0.014 0.007 -0.004
Si 5.423 13.589 12.282 0.008 -0.001 -0.003
Si 8.158 0.002 12.238 -0.001 -0.001 0.002
Si 10.905 2.736 12.185 0.003 0.01 -0.001
Si 8.145 5.456 12.236 0.007 0.007 -0.002
Si 10.893 8.183 12.177 -0.006 -0.008 -0.003
Si 8.16 10.887 12.219 -0.019 -0.009 -0.006
Si 10.896 13.627 12.165 -0.003 -0.003 0.003
Si 13.642 0.028 12.11 0.004 0.007 0.002
Si 16.387 2.741 12.055 -0.004 0.002 0
Si 13.642 5.464 12.13 0 0.006 0.002
Si 16.372 8.183 12.057 -0.001 -0.015 -0.002
Si 13.641 10.914 12.11 0.01 0.006 0
Si 16.383 13.629 12.061 -0.003 0.006 -0.001
Si 19.126 0.031 12.025 0.009 0.005 -0.005
Si 21.858 2.723 12.011 -0.003 0.005 0.001
Si 19.119 5.451 12.018 -0.001 -0.006 0.008
Si 21.867 8.165 12.015 0.003 0.01 -0.004
Si 19.115 10.904 12.029 -0.009 -0.017 0.002
Si 21.859 13.627 12.019 0.003 0.006 0.002
Si 24.579 0 12.009 -0.009 -0.008 -0.008
Si 27.305 2.712 12.075 -0.003 -0.012 0.004
Si 24.593 5.44 12.048 -0.005 0.005 0.002
Si 27.324 8.162 12.084 -0.002 0.011 -0.001
Si 24.593 10.896 12.049 0.005 -0.001 0.007
Si 27.301 13.598 12.066 -0.005 -0.006 0.002
Si 30.005 -0.008 12.129 -0.004 -0.001 0.005
Si 32.718 2.725 12.171 0.004 -0.009 0.003
Si 30.03 5.438 12.117 0.006 0.007 0.001
Si 32.722 8.159 12.143 0.008 0.004 -0.004
Si 30.009 10.88 12.109 -0.003 -0.004 0.002
Si 32.709 13.588 12.166 -0.002 -0.007 0.002
Si 35.412 0.003 12.203 0.001 0.002 0.003
Si 38.105 2.717 12.206 0.007 0.001 -0.003
Si 35.416 5.441 12.179 0 0.003 0
Si 38.097 8.155 12.229 -0.007 -0.003 0.001
Si 35.413 10.869 12.198 -0.006 0 0.001
Si 38.11 13.6 12.23 0.007 -0.004 0.005
Si 40.803 -0.013 12.23 -0.002 -0.002 -0.008
Si 43.489 2.706 12.276 0.002 -0.01 0.002
Si 40.789 5.431 12.261 -0.003 0.003 0.003
Si 43.487 8.162 12.287 0.005 -0.006 -0.001
Si 40.798 10.874 12.252 -0.001 0.002 -0.002
Si 43.496 13.592 12.267 0.002 0.008 -0.002
Si 46.189 -0.012 12.309 0 0.001 0.001
Si 48.901 2.711 12.345 -0.006 0.009 0.004
Si 46.193 5.435 12.304 0.003 -0.001 -0.001
Si 48.907 8.151 12.332 0.008 0.006 0.001
Si 46.192 10.877 12.315 0.005 -0.008 0
Si 48.888 13.591 12.337 0.003 -0.016 -0.003
Si 51.617 -0.01 12.375 0.004 -0.007 0.003
Si 54.341 2.713 12.382 -0.004 0 0.002
Si 51.623 5.432 12.361 -0.004 -0.002 0.002
Si 54.343 8.153 12.372 0.001 0.004 0.002
Si 51.61 10.873 12.364 -0.001 -0.002 0.002
Si 54.335 13.592 12.379 -0.007 -0.001 0.001
Si 57.059 -0.006 12.379 -0.002 0.006 -0.004
Si 59.779 2.704 12.368 -0.006 -0.002 -0.006
Si 57.066 5.429 12.386 0.001 0.006 0.002
Si 59.783 8.155 12.392 -0.003 0.007 0.004
Si 57.058 10.874 12.379 -0.003 -0.006 -0.002
Si 59.777 13.59 12.378 0 0.006 -0.004
Si 62.506 -0.023 12.357 0.002 -0.001 -0.005
Si 65.222 2.703 12.339 -0.002 -0.004 -0.004
Si 62.499 5.436 12.355 0.004 0.001 -0.003
Si 65.218 8.148 12.34 0 -0.002 -0.004
Si 62.504 10.867 12.382 0.003 0.003 0.004
Si 65.221 13.583 12.358 -0.003 0 0.002
Si 1.315 1.346 13.693 -0.005 0.002 0.002
Si 4.049 4.064 13.673 0.016 -0.006 -0.001
Si 1.317 6.781 13.669 0 -0.003 -0.004
Si 4.064 9.516 13.657 -0.009 0.002 0.002
Si 1.322 12.216 13.698 0.008 -0.009 -0.002
Si 4.065 14.94 13.65 0.001 0.006 0.009
Si 6.795 1.352 13.602 -0.006 0.005 -0.003
Si 9.545 4.096 13.549 -0.011 -0.009 0.006
Si 6.789 6.807 13.616 -0.005 -0.001 0.006
Si 9.535 9.528 13.563 -0.001 0.011 0.001
Si 6.806 12.216 13.61 0.015 -0.009 0.005
Si 9.548 14.961 13.565 -0.007 -0.009 0.01
Si 12.284 1.361 13.505 0.001 -0.002 0.008
Si 15.023 4.079 13.435 0.009 -0.003 -0.001
Si 12.273 6.817 13.501 0.003 0.001 0.008
Si 15.014 9.543 13.426 -0.012 0.007 0.002
Si 12.279 12.261 13.483 -0.002 -0.005 0
Si 15.022 14.98 13.428 0.008 -0.01 0.002
Si 17.766 1.383 13.389 0 -0.001 0
Si 20.498 4.087 13.352 0 -0.008 0.005
Si 17.738 6.803 13.368 -0.007 0.027 0.003
Si 20.501 9.539 13.342 0.005 -0.003 -0.009
Si 17.756 12.266 13.391 0.002 -0.006 0.006
Si 20.501 14.998 13.364 -0.012 0.008 -0.001
Si 23.226 1.357 13.357 0.015 -0.009 -0.003
Si 25.953 4.08 13.417 -0.011 -0.001 0.006
Si 23.236 6.814 13.38 -0.002 0 -0.001
Si 25.966 9.539 13.41 0.008 -0.007 -0.003
Si 23.241 12.293 13.378 -0.015 0.002 0.004
Si 25.933 14.978 13.385 -0.016 0.015 -0.008
Si 28.641 1.36 13.47 -0.004 0.005 0.01
Si 31.359 4.092 13.527 -0.007 0.011 0.011
Si 28.686 6.807 13.466 0.008 -0.008 0.002
Si 31.355 9.518 13.486 0.002 0.003 -0.003
Si 28.653 12.25 13.453 -0.01 0.009 0.004
Si 31.346 14.951 13.516 0.005 -0.013 0.002
Si 34.05 1.367 13.562 -0.002 0.013 0.005
Si 36.743 4.074 13.566 0.005 -0.008 0.001
Si 34.058 6.806 13.533 -0.014 0.001 0.001
Si 36.727 9.5 13.599 -0.004 0.004 0.001
Si 34.041 12.219 13.551 0.005 -0.007 0
Si 36.742 14.957 13.592 -0.009 0.003 0.009
Si 39.437 1.345 13.577 0.006 -0.001 -0.004
Si 42.121 4.056 13.637 0.006 -0.008 0.008
Si 39.429 6.797 13.619 -0.014 0.006 0.003
Si 42.129 9.518 13.653 -0.001 -0.003 0.002
Si 39.432 12.221 13.615 0.011 -0.001 0.003
Si 42.133 14.947 13.619 -0.003 0.003 -0.002
Si 44.833 1.353 13.66 0.003 -0.004 0.004
Si 47.543 4.088 13.689 -0.002 0.011 0.007
Si 44.836 6.804 13.656 -0.001 0.007 0.005
Si 47.552 9.521 13.683 0.005 -0.005 0.004
Si 44.831 12.244 13.669 -0.002 0.006 0.007
Si 47.528 14.948 13.697 0.012 -0.004 -0.002
Si 50.255 1.359 13.726 0.008 -0.001 0.005
Si 52.976 4.078 13.736 0.008 0.008 0.003
Si 50.264 6.805 13.71 0.012 -0.002 -0.001
Si 52.975 9.519 13.725 -0.002 0.003 0.003
Si 50.24 12.243 13.71 -0.017 0.017 -0.001
Si 52.975 14.954 13.738 0.001 -0.005 0.006
Si 55.702 1.361 13.742 -0.002 -0.005 0.004
Si 58.431 4.069 13.739 0.009 -0.006 0.001
Si 55.701 6.799 13.738 -0.006 -0.003 0
Si 58.412 9.519 13.746 -0.006 0.004 0
Si 55.684 12.227 13.741 0.008 -0.003 -0.001
Si 58.414 14.955 13.737 0.001 -0.007 0.004
Si 61.142 1.34 13.712 0.002 0.003 -0.003
Si 63.876 4.084 13.697 -0.014 0.012 0.001
Si 61.15 6.787 13.736 0.005 0.001 -0.003
Si 63.88 9.501 13.727 0.015 -0.016 0.01
Si 61.136 12.231 13.739 -0.006 -0.002 -0.004
Si 63.866 14.944 13.729 -0.003 -0.002 0
Si 65.253 -0.019 15.07 0.003 0.003 0.005
Si 2.688 2.699 15.048 -0.002 0.015 0.006
Si 65.256 5.43 15.058 0.009 0.005 0.005
Si 2.684 8.155 14.996 0.009 -0.01 -0.007
Si 65.255 10.857 15.083 0.003 0.009 0.014
Si 2.728 13.564 15.022 0.014 -0.009 0.002
Si 5.441 -0.007 14.979 0.024 0.001 0.005
Si 8.202 2.714 14.901 -0.001 -0.003 -0.003
Si 5.439 5.441 14.992 -0.011 0.01 0.004
Si 8.169 8.178 14.95 0.001 0.007 0.006
Si 5.465 10.857 15.01 -0.004 -0.017 0.002
Si 8.205 13.572 14.925 -0.005 -0.001 -0.001
Si 10.941 0.002 14.896 -0.005 -0.01 0.005
Si 13.665 2.735 14.819 0.006 -0.007 0.004
Si 10.913 5.469 14.89 0 0.016 0.001
Si 13.655 8.2 14.804 -0.005 0.006 0.002
Si 10.941 10.895 14.866 0.002 0.004 0
Si 13.651 13.642 14.799 -0.008 -0.006 0
Si 16.404 0.026 14.748 -0.012 0.003 0.007
Si 19.151 2.738 14.722 0 -0.001 0.003
Si 16.398 5.446 14.756 -0.001 0.002 0.012
Si 19.126 8.173 14.662 0.005 0 -0.002
Si 16.379 10.92 14.747 0.003 0.004 0.006
Si 19.132 13.651 14.705 0.007 0.004 0.002
Si 21.88 0.012 14.727 -0.002 0.001 0.004
Si 24.592 2.683 14.728 -0.007 -0.003 -0.001
Si 21.877 5.429 14.698 0.006 0.006 0.005
Si 24.614 8.163 14.735 -0.001 0 0.002
Si 21.856 10.923 14.672 0.001 -0.015 0.001
Si 24.594 13.651 14.767 0.002 0.001 0.01
Si 27.265 -0.019 14.792 -0.01 -0.016 0.001
Si 29.981 2.716 14.856 -0.009 -0.015 0.002
Si 27.328 5.423 14.785 0 -0.005 0.01
Si 30.034 8.156 14.865 0.005 -0.003 0.006
Si 27.307 10.888 14.805 -0.003 -0.009 0.002
Si 29.987 13.581 14.868 0.007 -0.006 0.004
Si 32.681 -0.008 14.9 0 0.001 -0.002
Si 35.388 2.731 14.948 -0.007 0.002 0.005
Si 32.708 5.466 14.904 0.011 0.003 -0.001
Si 35.359 8.143 14.969 -0.007 -0.007 0.009
Si 32.675 10.849 14.902 -0.001 -0.002 -0.001
Si 35.373 13.577 14.934 -0.003 -0.007 0.001
Si 38.086 0.012 14.96 0.011 0.01 -0.001
Si 40.758 2.675 14.989 -0.007 -0.007 0.002
Si 38.062 5.426 14.966 0.006 0.003 -0.002
Si 40.761 8.155 15.012 0.001 -0.003 0.006
Si 38.071 10.851 14.976 0.002 0.001 0.01
Si 40.781 13.582 14.981 -0.001 0.006 -0.002
Si 43.468 -0.018 15.004 0.006 -0.009 0.006
Si 46.177 2.722 15.032 0.004 -0.003 0
Si 43.468 5.43 14.991 -0.001 0.011 -0.007
Si 46.192 8.162 15.031 0.002 -0.001 0.002
Si 43.474 10.884 15.029 0.006 -0.009 -0.001
Si 46.167 13.596 15.072 -0.004 -0.001 0.002
Si 48.884 -0.015 15.064 -0.011 -0.003 -0.003
Si 51.611 2.723 15.1 -0.004 -0.005 0.002
Si 48.897 5.451 15.061 -0.005 -0.004 0.003
Si 51.613 8.169 15.087 -0.004 0.008 -0.004
Si 48.881 10.89 15.073 0.014 -0.007 0.006
Si 51.594 13.598 15.08 0.005 -0.009 -0.002
Si 54.329 0.01 15.095 0.002 -0.003 -0.001
Si 57.066 2.722 15.103 -0.001 0.006 -0.006
Si 54.332 5.45 15.093 -0.001 0.004 0.003
Si 57.048 8.165 15.11 0.001 0.002 0.005
Si 54.315 10.877 15.11 -0.011 0.002 0.003
Si 57.037 13.601 15.088 -0.007 0.013 0.005
Si 59.781 -0.004 15.091 -0.002 0.002 0.001
Si 62.5 2.731 15.036 0.009 -0.002 -0.007
Si 59.786 5.435 15.101 -0.006 -0.005 0.001
Si 62.527 8.133 15.091 -0.011 0.001 0.006
Si 59.765 10.886 15.106 0.004 0.007 0.005
Si 62.493 13.593 15.097 -0.001 -0.01 -0.007
O 1.866 15.187 23.023 -0.204 -0.041 0.409
O 65.273 13.619 22.11 0.211 -0.03 0.1
O 2.248 0.299 25.122 -0.5 -0.123 0.117
O 3.27 1.124 22.79 -0.568 0.209 0.271
O 2.734 5.391 21.986 -0.266 -0.069 0.384
O 6.358 5.113 24.399 0.065 0.026 0.02
O 8.848 4.123 29.304 -0.111 -0.221 -0.273
O 8.521 9.859 22.569 0.351 0.512 -0.044
O 4.245 6.966 23.296 0.316 0.063 0.15
O 4.472 8.983 24.873 -0.148 0.278 0.189
O 8.393 0.101 22.099 -0.272 0.077 0.218
O 10.163 1.932 22.818 0.221 0.551 0.009
O 10.66 0.009 24.562 0.081 -0.45 -0.162
O 14.695 7.202 26.498 0.096 -0.612 0.022
O 7.856 4.862 27.136 -0.27 -0.024 -0.11
O 7.588 3.49 22.891 0.461 -0.405 0.217
O 10.071 7.679 22.691 0.487 -0.118 0.305
O 15.409 3.672 27.685 -0.041 0.352 -0.339
O 9.357 3.451 31.696 0.495 0.212 0.664
O 6.021 9.025 22.75 -0.087 -0.527 -0.063
O 5.28 13.403 25.012 -0.679 0.243 0.591
O 7.705 12.805 25.429 -0.112 0.361 0.242
O 9.224 12.455 23.241 -0.108 -0.178 0.159
O 11.15 13.677 22.079 0.149 0.139 0.43
O 13.272 14.541 25.644 -0.172 -0.611 -0.018
O 19.198 -0.005 21.997 -0.162 0.116 0.412
O 16.284 15.13 26.984 0.38 0.348 -0.327
O 14.38 3.022 24.381 0.433 0.589 0.388
O 11.842 2.293 24.853 0.274 -0.442 0.377
O 15.793 7.106 22.687 -0.257 -0.146 0.425
O 18.142 10.409 27.197 -0.254 -0.002 -0.732
O 12.868 8.846 27.364 -0.537 0.186 0.465
O 12.864 8.757 22.797 0.262 -0.408 0.046
O 13.92 10.934 21.951 -0.019 -0.004 0.274
O 17.585 14.468 22.891 0.453 -0.186 0.352
O 21.014 1.774 22.784 0.236 0.463 0.17
O 22.588 4.614 22.958 -0.34 -0.295 0.175
O 18.327 4.507 22.739 -0.257 -0.148 0.212
O 19.85 6.573 22.261 0.15 -0.098 0.129
O 15.237 9.756 26.78 0.434 0.404 0.407
O 19.157 10.91 21.862 0.088 -0.001 0.326
O 17.656 8.943 22.657 0.211 0.057 0.181
O 10.521 4.361 26.959 -0.19 -0.372 0.456
O 18.536 0.323 25.931 -0.365 -0.534 -0.035
O 24.468 0.034 22.057 0.079 -0.103 0.653
O 26.259 1.714 22.953 -0.248 -0.084 0.531
O 20.31 5.231 24.37 -0.16 0.166 0.625
O 26.772 7.885 21.972 -0.101 0.003 0.551
O 24.047 9.592 22.408 0.284 -0.173 0.217
O 33.897 3.814 25.827 -0.297 0.036 -0.077
O 23.128 11.916 22.888 -0.113 -0.154 -0.315
O 27.237 13.532 22.12 0.197 0.014 0.197
O 28.879 15.34 23.094 0.044 -0.257 0.297
O 30.841 0.757 22.912 0.096 0.08 0.003
O 28.6 1.448 24.126 -0.174 -0.044 0.531
O 28.01 3.705 22.904 -0.04 0.223 0.192
O 29.91 5.399 22.243 -0.103 -0.129 0.569
O 33.323 9.206 23.161 -0.004 -0.044 0.19
O 25.665 11.633 22.983 0.461 0.177 0.446
O 32.719 13.807 21.996 0.253 -0.143 0.339
O 37.535 15.35 30.103 -0.428 -0.152 -0.126
O 42.68 14.39 27.647 0.08 0.33 0.097
O 36.381 0.646 23.105 0.425 -0.19 0.322
O 36.891 6.625 23.479 -0.182 -0.298 0.182
O 40.815 10.806 25.356 0.395 -0.493 0.009
O 31.359 12.271 23.397 -0.336 -0.499 0.391
O 35.273 10.919 22.349 -0.033 -0.229 0.554
O 33.925 5.026 28.173 -0.435 0.077 -0.177
O 40.72 -0.008 22.366 0.139 0.124 0.259
O 39.725 1.197 27.681 -0.306 0.569 0.116
O 41.645 3.75 24.82 0.008 0.266 0.542
O 37.888 2.562 22.105 -0.233 0.21 -0.024
O 39.671 3.862 23.284 0.13 0.269 0.13
O 42.03 6.506 23.253 -0.141 -0.444 0.205
O 38.907 1.29 30.167 0.061 0.362 0.41
O 29.518 3.496 31.844 -0.08 0.311 -0.388
O 37.183 12.639 23.017 -0.042 0.138 0.164
O 38.361 8.434 22.286 0.057 0.046 0.147
O 42.143 12.016 23.324 0.632 -0.14 0.364
O 45.545 -0.211 25.113 0.355 0.501 -0.341
O 47.896 13.73 25.331 0.21 0.436 -0.499
O 48.261 8.541 25.126 -0.502 0.29 0.162
O 43.984 3.942 23.193 -0.111 -0.099 0.176
O 50.053 9.322 23.469 0.2 -0.201 0.179
O 51.185 9.138 28.57 -0.25 -0.46 0.223
O 43.509 8.084 21.948 0.147 0.04 -0.032
O 45.016 9.682 23.319 0.564 0.429 0.348
O 48.884 13.707 22.254 -0.089 -0.042 0.533
O 49.138 6.033 25.287 0.335 -0.048 0.079
O 53.326 14.232 25.319 -0.05 0.156 0.007
O 46.199 0.07 22.206 0.072 0.012 0.243
O 54.236 8.37 25.508 -0.294 -0.069 0.039
O 48.993 15.735 26.795 0.439 0.099 -0.187
O 51.561 5.494 22.34 -0.145 -0.122 0.582
O 58.113 6.249 23.135 0.121 -0.179 0.357
O 58.134 13.475 28.62 -0.043 -0.119 0.162
O 54.347 14.402 22.807 -0.569 -0.192 -0.172
O 48.676 13.405 27.767 -0.194 -0.454 0.45
O 58.21 1.386 23.407 0.007 0.228 0.54
O 59.903 2.866 22.295 -0.023 0.005 0.134
O 56.205 4.388 23.212 0.031 -0.218 0.411
O 58.23 3.898 27.631 -0.335 0.038 0.122
O 63.65 8.714 27.517 0.232 -0.354 0.461
O 59.78 8.134 22.316 0.025 -0.001 0.452
O 59.749 13.168 25.142 0.315 0.079 0.151
O 61.529 0.404 27.876 0.007 -0.061 0.147
O 60.749 14.452 23.042 0.439 -0.081 0.546
O 56.852 0.549 25.496 0.051 0.361 -0.216
O 62.522 -0.173 22.172 -0.122 0.19 0.453
O 64.042 1.439 23.375 0.294 0.414 0.146
O 63.987 6.664 31.983 0.031 0.054 -0.503
O 65.243 8.091 22.29 -0.151 -0.003 0.048
O 61.618 9.842 23.096 0.604 0.273 -0.018
O 62.708 11.382 30.239 0.14 0.505 0.034
O 59.932 -0.422 29.893 -0.044 0.187 0.01
O 63.059 12.561 22.868 -0.725 0.171 0.085
O 6.814 3.811 32.118 -0.144 0.139 -0.458
O 5.379 2.568 22.044 0.084 0.067 0.4
O 55.248 9.114 23.18 -0.157 0.086 0.131
O 2.959 13.521 27.06 0.413 0.274 -0.318
O 2.41 7.48 25.208 -0.43 0.263 -0.114
O 8.182 5.943 22.57 -0.22 0.182 -0.144
O 3.688 4.6 28.929 0.227 -0.452 -0.118
O 5.392 3.725 26.457 0.07 0.081 0.288
O 24.513 3.531 29.807 0.104 0.388 0.295
O 6.257 4.364 29.284 -0.101 -0.509 0.03
O 1.184 5.191 24.899 -0.57 -0.086 -0.217
O 9.267 2.067 25.336 -0.162 0.584 -0.015
O 54.338 2.726 22.372 -0.093 0.165 0.104
O 8.452 1.758 27.863 0.568 0.25 0.193
O 10.838 15.842 30.018 0.056 -0.092 -0.645
O 18.457 15.542 29.172 -0.221 -0.037 -0.472
O 14.933 1.082 22.679 -0.41 -0.393 0.155
O 4.165 8.788 30.843 0.318 0.078 -0.032
O 9.977 9.163 26.923 0.424 -0.309 -0.005
O 10.075 13.929 25.306 0.132 -0.188 -0.091
O 23.93 14.049 31.942 0.003 -0.123 0.132
O 14.374 2.814 29.974 0.308 -0.281 -0.11
O 17.996 9.014 29.461 0.212 0.009 0.491
O 61.892 8.055 32.5 -0.377 -0.482 0.046
O 65.251 10.956 29.878 -0.004 0.391 -0.096
O 8.768 -0.316 26.314 -0.462 -0.261 0.06
O 60.437 10.055 30.415 0.099 -0.516 -0.177
O 15.913 15.535 29.602 -0.532 -0.084 0.113
O 27.704 12.706 29.914 0.118 0.654 0.074
O 60.004 2.108 26.728 -0.092 -0.177 -0.544
O 62.094 11.641 25.014 -0.225 0.094 0.723
O 23.118 6.669 31.148 0.067 0.063 0.554
O 24.706 5.834 21.984 0.234 -0.074 0.552
O 40.653 15.582 26.19 -0.313 -0.134 -0.102
O 13.87 5.592 21.811 -0.161 0.044 0.432
O 24.216 10.348 24.863 -0.093 0.329 0.149
O 19.869 8.507 27.784 0.336 0.061 -0.396
O 25.082 12.548 29.926 -0.231 -0.13 -0.415
O 12.403 7.618 25.117 -0.443 -0.311 -0.211
O 20.622 1.618 32.238 -0.438 0.433 0.098
O 24.149 8.864 32.016 0.45 0.402 -0.266
O 42.498 6.834 31.761 -0.311 0.411 -0.047
O 27.391 4.849 26.92 0.042 0.635 -0.397
O 25.693 6.742 31.795 0.074 0.199 -0.353
O 57.571 6.461 27.637 0.346 0.324 -0.133
O 38.799 6.978 25.265 0.214 -0.15 -0.252
O 27.895 -0.325 29.751 0.23 -0.385 -0.638
O 24.76 7.982 29.585 0.689 0.243 -0.292
O 58.126 9.208 31.129 -0.125 0.28 -0.368
O 30.842 7.231 29.686 0.105 -0.283 -0.159
O 50.4 9.695 26.141 0.635 -0.124 -0.074
O 43.761 10.116 29.844 -0.184 -0.101 -0.606
O 36.361 8.051 25.628 0.116 0.396 0.303
O 52.382 11.564 32.501 -0.403 0.332 0.076
O 62.469 2.867 27.166 -0.342 0.101 0.405
O 33.519 6.947 29.865 0.182 0.063 0.026
O 63.48 4.452 25.225 0.354 0.167 -0.232
O 30.293 10.059 26.82 0.484 0.101 0.359
O 34.351 14.409 27.227 0.323 0.049 0.225
O 44.451 7.558 30.132 0.282 -0.38 -0.535
O 46.268 9.34 29.436 -0.1 0.427 -0.357
O 59.986 9.766 32.973 -0.37 0.225 0.213
O 30.319 13.026 29.423 0.343 -0.368 0.059
O 63.759 9.063 30.924 0.482 -0.013 -0.47
O 36.334 12.188 31.859 0.344 0.192 -0.198
O 64.325 11.292 32.271 0.319 -0.258 -0.158
O 41.142 10.497 30.18 -0.031 0.261 0.007
O 42.021 7.415 29.19 0.077 0.231 -0.217
O 32.004 3.362 27.62 -0.208 -0.005 -0.36
O 57.167 13.076 33.285 0.07 0.017 0.009
O 24.046 6.632 27.424 0.205 -0.254 0.427
O 45.857 3.788 31.823 -0.142 -0.046 -0.334
O 38.668 14.827 23.226 -0.23 0.195 0.477
O 22.758 14.541 22.894 -0.359 0.29 0.41
O 40.974 3.844 29.514 -0.26 -0.375 -0.493
O 38.887 3.877 25.739 0.014 0.221 0.323
O 47.986 5.016 27.397 0.146 -0.117 0.275
O 64.759 11.608 24.452 0.11 0.169 -0.013
O 48.259 4.02 30.669 0.279 -0.314 -0.461
O 62.043 9.228 25.599 0.166 -0.35 -0.294
O 64.069 0.429 29.511 0.207 0.158 -0.473
O 58.031 6.753 32.063 0.155 -0.031 -0.255
O 55.382 -0.02 30.404 0.415 0.45 -0.519
O 42.121 1.287 26.706 0.078 0.008 0.205
O 49.879 1.775 27.238 0.039 -0.109 -0.145
O 60.813 2.999 31.887 0.074 -0.145 -0.111
O 50.513 5.395 30.409 0.05 0.575 -0.305
O 48.595 6.151 32.171 0.16 0.424 -0.439
O 4.067 10.854 22.921 -0.47 -0.115 0.099
O 34.92 15.626 25.051 0.632 -0.297 -0.013
O 53.546 0.825 32.046 0.084 -0.063 -0.039
O 10.714 2.276 29.871 0.033 -0.005 -0.674
O 0.857 9.131 28.18 0.155 -0.483 0.12
O 44.4 14.772 23.082 -0.179 -0.094 -0.061
O 48.485 0.714 29.145 0.394 -0.292 0.111
O 53.429 1.297 29.354 -0.328 0.342 0.183
O 51.529 -0.216 25.351 -0.069 0.344 0.411
O 56.364 15.974 23.003 -0.299 0.383 -0.13
O 58.608 12.923 22.924 -0.151 0.081 0.032
O 40.16 6.144 30.393 0.207 0.239 0.347
O 48.208 11.248 32.053 -0.306 0.34 -0.235
O 48.445 3.466 25.255 -0.657 -0.256 0.275
O 53.104 12.327 23.468 -0.047 -0.303 0.428
O 39.796 11.334 27.76 0.714 0.1 0.282
O 28.642 14.814 31.949 -0.596 0.006 -0.105
O 43.903 2.677 25.456 0.554 0.339 0.194
O 34.409 4.11 23.247 0.107 0.241 0.164
O 7.685 9.131 29.521 0.307 -0.151 0.467
O 52.722 4.006 31.037 -0.147 -0.591 0.142
O 57.472 5.083 25.394 0.075 -0.545 -0.132
O 63.599 6.319 23.291 -0.004 -0.06 0.374
O 28.44 8.346 29.201 -0.593 -0.216 -0.075
O 59.778 10.49 24.892 -0.465 -0.33 -0.179
O 20.939 7.016 29.639 -0.375 -0.208 0.095
O 1.972 13.638 29.504 -0.144 -0.625 -0.192
O 17.54 0.936 30.884 0.016 -0.115 0.645
O 47.006 12.261 23.304 -0.337 -0.284 0.182
O 1.864 9.33 32.034 -0.298 -0.015 -0.208
O 0.62 13.803 26.112 0.36 0.334 -0.361
O 64.573 -0.339 25.272 0.397 -0.087 -0.063
O 14.546 6.207 32.074 -0.613 -0.072 -0.077
O 16.141 1.199 27.941 0.084 0.044 0.2
O 64.555 2.175 25.797 0.454 -0.01 0.311
O 42.545 0.499 32.044 0.092 -0.761 0.051
O 50.044 4.004 32.517 -0.253 0.087 -0.2
O 26.187 12.248 32.085 -0.289 0.494 -0.201
O 19.642 2.351 29.997 0.088 0.571 -0.253
O 4.709 6.372 25.813 0.383 0.057 0.654
O 28.786 8.898 31.721 0.279 -0.502 -0.393
O 64.789 14.308 30.183 -0.145 -0.478 0.301
O 64.129 14.895 27.653 -0.273 0.06 -0.057
O 39.614 8.48 29.332 -0.419 0.107 -0.482
O 2.037 3.085 32.135 0.069 0.149 -0.183
O 2.966 1.786 29.871 -0.026 0.288 -0.485
O 3.839 1.189 32.207 -0.153 -0.228 -0.343
O 16.616 1.622 24.668 0.111 -0.249 -0.083
O 55.383 14.556 32.243 -0.475 0.214 -0.135
O 39.787 9.018 31.813 0.076 -0.43 -0.224
O 4.459 13.068 29.097 0.075 -0.082 0.65
O 6.678 13.792 28.02 -0.252 0.255 -0.406
O 1.165 11.707 27.736 -0.187 0.008 -0.057
O 1.4 -0.223 30.109 -0.363 0.377 0.184
O 4.33 15.48 23.953 0.157 0.028 0.374
O 5.511 -0.457 33.281 0.083 -0.043 -0.232
O 7.563 1.88 30.429 -0.227 -0.271 0.02
O 9.051 11.438 29.864 -0.016 -0.116 0.46
O 3.736 4.327 24.508 0.2 -0.151 -0.541
O 4.43 3.535 31.126 0.172 0.161 0.193
O 40.014 15.404 29.298 0.251 -0.549 -0.273
O 8.198 10.884 27.546 -0.284 0.237 -0.534
O 10.828 9.616 24.06 -0.133 0.222 -0.074
O 2.891 7.063 29.295 -0.246 0.323 0.09
O 2.241 5.691 27.146 0.064 -0.219 0.01
O 10.699 11.61 27.955 0.502 -0.179 -0.008
O 30.819 2.423 29.789 0.269 0.059 0.026
O 20.292 11.702 31.633 -0.584 0.258 -0.24
O 26.84 10.295 30.332 -0.277 -0.394 -0.028
O 13.196 10.108 25.083 -0.046 0.403 -0.174
O 22.307 2.098 30.188 0.459 -0.218 -0.26
O 11.337 7.582 30.905 -0.29 0.144 -0.271
O 15.936 12.411 22.805 0.485 -0.155 0.179
O 15.562 9.81 30.036 -0.107 0.048 -0.681
O 11.036 13.149 30.205 0.23 -0.159 -0.156
O 34.009 11.432 30.799 -0.06 0.084 -0.151
O 51.261 13.916 26.892 -0.062 -0.373 -0.181
O 41.075 13.112 32.865 -0.126 0.208 -0.296
O 51.097 14.162 31.976 -0.261 -0.252 -0.087
O 29.282 0.978 31.466 -0.179 0.118 0.082
O 20.476 0.037 27.698 0.635 0.256 0.105
O 1.518 14.154 31.996 0.604 -0.344 -0.3
O 30.196 13.042 32.948 -0.241 -0.085 -0.217
O 30.587 1.183 27.438 -0.158 0.05 -0.058
O 26.536 9.273 25.075 0.05 -0.184 0.064
O 15.313 12.809 27.348 -0.07 -0.415 -0.098
O 62.326 2.299 29.962 -0.09 -0.202 -0.549
O 60.374 14.385 27.75 -0.072 0.174 -0.459
O 14.201 0.476 24.983 -0.051 0.186 0.559
O 22.116 10.349 32.813 -0.056 -0.098 -0.507
O 44.788 13.511 25.271 -0.076 -0.181 0.158
O 19.352 11.59 29.165 -0.304 -0.005 0.202
O 22.12 -0.467 32.887 -0.212 -0.054 -0.606
O 23.056 3.856 32.012 -0.387 0.547 -0.123
O 65.253 -0.446 33.021 0.089 -0.142 -0.023
O 43.909 6.382 25.251 -0.039 -0.638 0
O 12.752 4.619 25.583 0.139 0.582 -0.252
O 64.949 2.813 29.95 0.524 -0.209 -0.102
O 41.537 1.089 29.617 0.129 0.213 -0.277
O 59.779 5.664 26.555 -0.077 -0.279 -0.345
O 50.036 9.442 32.673 -0.18 0.213 0.118
O 17.334 9.3 31.954 -0.309 0.534 0.062
O 12.919 10.014 30.464 -0.183 0.286 -0.316
O 55.967 12.883 27.236 -0.332 -0.16 0.32
O 11.63 5.498 32.794 0.233 0.142 0.038
O 32.913 -0.412 32.829 -0.162 0.081 -0.32
O 36.346 3.216 24.926 0.061 -0.378 -0.073
O 16.277 8.495 24.803 0.016 0.364 -0.149
O 42.879 8.696 24.547 -0.538 0.326 0.044
O 29.366 10.688 29.86 0.806 0.045 -0.194
O 32.34 9.218 30.417 -0.159 0.293 -0.491
O 12.943 13.801 28.157 -0.57 -0.199 0.233
O 51.562 10.878 22.137 -0.041 0.119 0.259
O 27.518 5.012 32.692 -0.138 0.012 -0.413
O 55.442 12.902 24.638 0.516 0.114 -0.107
O 60.494 12.408 29.408 -0.112 0.313 0.255
O 13.94 -0.226 27.787 -0.023 0.381 0.178
O 55.788 6.757 24.218 0.132 0.079 0.32
O 7.77 8.039 33.137 -0.096 -0.18 -0.5
O 35.257 2.629 32.889 -0.136 0.075 -0.563
O 35.963 3.638 29.999 -0.291 -0.138 0.458
O 3.798 11.173 31.987 0.097 0.557 -0.615
O 20.739 12.897 22.53 -0.304 0.415 0.301
O 16.546 2.849 21.81 0.084 -0.223 0.587
O 13.758 7.643 30.121 -0.179 0.081 -0.776
O 36.806 5.502 25.946 -0.48 0.068 0.223
O 5.58 11.765 26.935 -0.157 -0.438 -0.121
O 48.778 11.197 24.855 0.171 0.31 -0.101
O 7.086 13.86 32.708 -0.135 -0.182 -0.284
O 8.564 8.467 24.775 -0.591 0.197 -0.197
O 28.994 8.487 25.139 0.031 -0.644 -0.386
O 52.501 1.019 23.204 0.265 0.013 0.37
O 55.164 10.718 26.049 -0.308 0.047 -0.281
O 35.585 7.642 32.833 -0.049 0.073 -0.228
O 43.87 5.007 32.91 -0.156 -0.071 -0.254
O 39.598 4.013 31.839 -0.377 0.156 -0.145
O 19.175 7.626 32.85 0.004 -0.131 -0.182
O 27.507 10.452 33.245 -0.138 0.094 -0.273
O 57.151 2.202 33.007 0.082 -0.021 -0.32
O 64.812 4.069 27.554 0.224 0.237 -0.414
O 34.492 2.511 28.059 0.005 -0.774 0.016
O 52.543 12.718 30.252 0.525 0.108 -0.141
O 17.674 14.681 31.543 -0.057 -0.48 -0.439
O 6.754 1.486 25.898 -0.24 -0.011 -0.251
O 54.691 5.553 30.35 0.672 0.04 0.044
O 45.167 8.598 25.785 0.317 0.327 0.424
O 62.226 1.02 25.386 -0.313 -0.439 -0.296
O 61.819 6.411 25.218 0.067 0.65 -0.246
O 35.171 13.31 29.573 0.443 0.348 -0.211
O 44.688 0.982 27.293 -0.025 -0.22 0.23
O 34.062 15.942 22.662 -0.238 0.066 0.037
O 43.152 2.721 30.632 0.123 -0.003 0.494
O 54.523 10.286 33.178 0.125 0.137 -0.457
O 20.168 14.533 25.885 -0.504 -0.142 -0.1
O 38.178 10.563 32.918 0.176 0.102 -0.147
O 36.928 3.343 27.5 0.52 0.025 0.297
O 62.456 13.104 32.945 0.231 0.198 -0.21
O 55.864 13.869 29.696 -0.518 -0.589 -0.046
O 9.266 13.801 28.425 0.354 0.046 -0.678
O 12.849 3.905 28.173 -0.362 -0.212 -0.021
O 57.722 1.393 27.881 0.178 -0.22 0.318
O 7.596 -0.345 29.105 0.218 0.035 0.348
O 4.885 6.158 30.673 0.157 0.064 0.388
O 30.785 14.906 27.576 -0.46 -0.341 -0.118
O 5.813 10.118 33.187 0.148 0.16 -0.223
O 57.747 15.072 31.119 0.121 -0.077 -0.195
O 14.739 5.35 29.539 0.331 0.101 0.037
O 55.953 8.309 32.266 -0.439 -0.447 -0.439
O 35.669 11.853 25.88 -0.088 0.277 -0.253
O 7.691 13.65 30.37 -0.147 -0.004 0.019
O 1.935 11.658 25.303 0.664 -0.054 -0.296
O 12.808 15.401 23.099 0.013 0.2 0.003
O 50.507 11.627 27.979 0.443 0.052 -0.056
O 36.014 6.152 29.425 0.165 0.333 -0.287
O 39.898 6.512 27.739 -0.1 -0.623 -0.104
O 52.91 10.13 30.288 0.258 -0.251 0.173
O 13.219 11.396 27.363 -0.694 0.147 -0.214
O 6.788 14.817 23.24 0.528 -0.182 0.518
O 20.11 12.015 26.621 0.21 -0.328 -0.147
O 38.506 10.66 29.938 -0.364 -0.113 0.153
O 21.898 12.907 24.842 -0.006 -0.317 0.339
O 34.404 9.652 26.453 0.205 -0.077 0.256
O 31.778 11.222 32.036 -0.399 0.016 -0.307
O 42.855 11.431 31.934 0.579 -0.098 0.026
O 1.342 10.034 23.331 0.135 0.096 0.28
O 36.859 0.946 31.764 0.152 -0.145 -0.096
O 58.741 11.631 31.945 -0.162 0.213 -0.324
O 63.796 1.458 31.969 -0.405 0.359 -0.013
O 1.856 0.975 27.669 -0.332 -0.05 0.089
O 9.351 6.37 32.008 -0.263 -0.203 -0.608
O 0.206 4.82 32.953 0.063 -0.149 -0.351
O 46.53 15.115 27.237 -0.379 -0.331 0.56
O 3.101 7.356 33.18 0.14 -0.199 -0.394
O 53.04 15.904 27.379 0.224 -0.137 0.15
O 47.226 1.257 26.822 -0.179 0.372 -0.311
O 61.67 4.566 23.265 -0.279 0.145 0.165
O 4.151 1.43 26.462 0.002 -0.511 -0.151
O 8.896 12.049 32.37 -0.322 -0.329 -0.374
O 21.934 11.929 29.545 0.416 -0.345 0.138
O 52.491 2.223 27.091 0.237 0.341 -0.535
O 10.347 0.844 32.147 0.003 -0.292 0.012
O 8.041 1.709 33.021 -0.452 0.023 0.372
O 53.731 5.788 32.706 0.337 0.226 -0.139
O 5.184 5.372 33.291 0.21 0.139 -0.171
O 8.985 4.759 24.78 0.527 -0.386 -0.31
O 10.921 10.418 33.076 0.189 -0.095 -0.588
O 33.784 11.939 27.744 -0.15 -0.39 0.246
O 63.425 13.724 25.343 -0.595 0.26 0.142
O 46.514 13.06 32.894 0.082 -0.11 -0.532
O 58.524 15.244 24.251 0.067 -0.069 0.086
O 22.084 4.685 29.818 -0.378 -0.187 -0.31
O 1.574 3.414 23.137 -0.008 -0.617 0.371
O 14.893 1.623 32.224 0.201 0.211 -0.191
O 37.367 12.18 27.871 -0.18 0.175 0.386
O 53.659 9.526 27.808 -0.056 0.544 -0.348
O 11.014 4.998 30.344 0.519 0.036 -0.16
O 22.658 5.665 25.378 -0.162 0.245 0.409
O 46.515 2.275 29.834 -0.105 0.091 -0.334
O 26.751 3.046 25.107 -0.005 -0.383 0.344
O 14.281 12.117 29.677 -0.013 0.505 0.197
O 12.117 14.764 32.035 0.267 0.206 -0.199
O 13.677 13.159 33.176 0.005 0.048 -0.311
O 39.383 14.741 31.803 0.157 0.482 -0.114
O 16.248 -0.392 33.167 0.024 -0.045 -0.368
O 28.497 11.087 25.209 -0.289 0.713 -0.264
O 24.84 9.126 27.158 0.446 0.509 0.425
O 30.214 -0.277 25.262 0.057 -0.361 0.216
O 18.059 3.262 31.919 0.425 0.204 -0.246
O 20.803 5.772 31.93 -0.245 -0.574 -0.134
O 12.322 6.307 27.442 -0.319 0.384 0.297
O 14.838 11.159 32.056 0.504 -0.001 -0.055
O 52.829 15.304 30.349 -0.161 -0.2 0.022
O 33.235 4.752 32.879 -0.073 -0.105 -0.542
O 62.292 14.84 29.523 -0.088 -0.315 0.342
O 29.378 3.444 27.871 -0.065 -0.346 -0.223
O 12.302 4.004 23.023 -0.544 -0.034 0.133
O 32.736 14.011 25.075 0.12 0.088 -0.221
O 24.755 2.174 32.898 0.04 -0.055 -0.519
O 39.697 12.602 23.86 0.18 -0.432 -0.142
O 24.445 7.641 25.055 -0.112 -0.088 -0.686
O 44.675 14.138 29.398 0.568 -0.369 -0.151
O 62.22 7.096 30.059 -0.411 0.345 -0.303
O 17.88 13.047 27.545 0.183 0.146 0.015
O 57.034 10.887 22.306 -0.031 0.095 0.288
O 31.582 1.799 32.207 0.31 0.444 -0.067
O 45.655 6.44 27.347 -0.424 -0.182 0.219
O 60.296 14.608 32.156 -0.036 -0.412 -0.304
O 56.664 7.542 29.821 -0.259 0.072 0.108
O 41.371 6.912 25.718 0.125 -0.136 0.433
O 46.081 5.412 22.276 -0.139 -0.063 0.199
O 23.157 14.274 29.487 -0.135 0.576 -0.236
O 48.626 9.634 28.083 -0.41 0.049 -0.562
O 31.963 6.939 31.957 -0.294 0.141 0.097
O 28.755 12.036 27.611 -0.289 -0.037 -0.191
O 50.502 4.193 26.699 0.542 0.45 0.118
O 56.139 8.692 27.423 0.469 0.392 0.079
O 59.492 11.791 27.195 0.08 -0.634 0.107
O 43.972 10.943 25.399 -0.277 0.052 -0.216
O 12.94 8.612 32.579 0.598 -0.008 0.316
O 28.823 5.8 28.898 0.074 -0.031 0.256
O 33.105 11.481 25.22 0.093 -0.613 -0.433
O 34.302 1.714 24.286 -0.311 -0.167 0.316
O 17.301 3.115 29.357 -0.182 0.595 0.11
O 41.616 13.228 25.606 0.234 -0.17 0.269
O 36.896 5.542 31.823 0 -0.119 -0.162
O 30.709 12.478 25.871 -0.163 0.342 0.237
O 49.303 15.765 32.953 0.222 -0.071 -0.266
O 33.748 9.499 32.476 -0.043 -0.201 0.135
O 34.385 13.89 31.982 -0.302 0.265 -0.358
O 9.606 6.687 26.425 0.557 -0.025 0.411
O 34.69 7.404 27.554 -0.02 0.325 -0.064
O 55.067 1.266 27.273 -0.025 0.376 -0.331
O 53.188 7.667 29.605 -0.173 0.004 0.318
O 43.233 3.177 28.054 -0.115 0.003 -0.119
O 41.027 2.264 33.059 0.059 -0.195 -0.388
O 46.558 6.525 24.96 -0.067 -0.417 -0.401
O 5.928 1.725 28.341 -0.355 -0.031 0.162
O 50.591 14.055 29.382 -0.26 0.187 0.106
O 46.256 4.941 29.384 -0.185 -0.024 0.134
O 42.496 1.807 23.245 0.2 -0.411 0.325
O 20.555 14.051 29.053 -0.307 -0.426 -0.019
O 44 0.24 30.016 0.269 0.283 -0.44
O 31.903 6.989 23.126 -0.113 -0.25 0.413
O 47.834 1.19 31.803 0.177 0.195 -0.199
O 21.895 8.165 21.814 -0.178 0.171 0.583
O 32.649 -0.057 26.321 0.313 0.589 0.068
O 30.105 7.468 27.244 0.043 -0.429 -0.101
O 46.67 7.649 33.036 -0.15 0.091 -0.24
O 21.734 3.155 24.91 0.239 -0.285 0.635
O 12.89 3.342 32.102 -0.189 0.174 -0.328
O 38.993 13.109 29.708 0.063 -0.145 0.21
O 25.912 1.367 29.322 -0.307 -0.241 -0.543
O 42.651 12.484 29.491 -0.57 0.332 -0.092
O 38.276 4.615 29.716 -0.072 -0.299 -0.276
O 25.175 5.103 25.557 0.223 -0.235 -0.34
O 33.897 7.448 24.992 0.099 -0.373 0.102
O 51.829 2.276 33.258 0.051 -0.025 -0.463
O 6.409 11.414 29.374 -0.36 -0.362 0.68
O 2.523 10.501 29.725 0.235 0.271 -0.182
O 43.03 15.412 25.218 -0.177 0.637 -0.317
O 9.824 11.371 25.522 0.296 -0.32 -0.245
O 50.535 15.592 23.046 -0.162 -0.241 0.373
O 25.461 15.175 30.085 0.131 0.075 -0.09
O 4.876 13.36 22.436 0.426 0.256 -0.048
O 56.559 15.398 27.649 -0.192 0.038 -0.145
O 16.84 13.264 25.166 0.241 -0.486 0.086
O 18.045 6.718 24.096 -0.004 -0.161 0.67
O 48.143 6.991 22.994 0.643 0.003 -0.206
O 22.246 13.371 27.259 0.461 0.203 -0.28
O 19.187 2.404 24.56 -0.249 0.356 0.002
O 17.755 2.791 26.723 0.364 0.356 0.068
O 1.12 5.004 29.43 -0.087 0.159 0.296
O 55.184 3.696 32.162 -0.238 -0.098 -0.519
O 0.231 9.56 25.698 -0.266 -0.034 -0.091
O 37.746 13.391 25.434 -0.254 0.558 0.395
O 51.847 7.599 33.232 0.199 -0.046 -0.652
O 59.111 0.612 32.226 0.143 0.431 -0.122
O 47.789 1.942 23.167 -0.028 0.263 0.217
O 63.783 5.089 29.723 0.004 0.214 0.668
O 27.137 3.738 29.277 -0.021 0.122 0.77
O 25.45 3.14 27.376 -0.392 -0.202 -0.346
O 59.774 5.044 32.998 0.156 0.115 -0.411
O 9.561 14.508 31.917 -0.101 0.291 0.115
O 7.722 6.534 29.195 0.126 0.209 0.748
O 3.534 15.595 28.736 0.499 0.007 0.099
O 61.041 7.846 27.4 -0.325 0.115 0.591
O 36.483 1.235 29.124 -0.162 -0.417 -0.348
O 54.961 6.506 28.018 -0.061 -0.38 -0.47
O 48.614 9.097 30.573 0.215 -0.56 -0.035
O 20.774 -0.021 30.27 0.279 -0.202 0.521
O 15.151 14.68 23.77 0.153 0.395 -0.021
O 30.547 15.465 30.128 0.152 0.223 -0.086
O 38.166 10.813 25.801 -0.236 -0.279 -0.157
O 62.188 5.643 27.741 0.374 -0.382 -0.249
O 21.036 0.631 25.189 0.401 -0.102 0.099
O 22.508 8.611 28.262 -0.101 0.203 -0.558
O 26.439 0.547 31.8 0.211 0.2 -0.064
O 50.48 11.083 30.745 -0.304 0.389 -0.556
O 20.846 9.605 30.033 0.24 -0.275 0.163
O 0.152 7.116 26.521 -0.601 -0.453 0.231
O 53.366 7.244 23.259 0.024 -0.14 0.144
O 44.769 14.808 31.936 -0.323 0.198 -0.052
O 47.687 7.21 28.865 0.012 0.013 0.017
O 32.675 13.994 29.187 0.152 0.185 0.537
O 39.814 8.884 26.667 0.062 0 0.064
O 52.626 5.297 28.755 -0.182 -0.248 -0.367
O 28.214 9.769 23.018 0.363 0.564 -0.031
O 49.628 3.858 23.01 -0.06 0.013 0.031
O 40.056 1.698 25.081 -0.053 -0.492 -0.158
O 11.343 15.592 26.999 0.086 0.235 0.24
O 32.525 2.623 22.164 -0.101 0.109 0.452
O 61.657 10.307 28.096 0.155 0.187 -0.336
O 6.166 10.942 24.514 0.442 0.002 -0.188
O 16.463 4.916 33.078 -0.038 0 -0.391
O 46.424 11.633 25.868 0.154 -0.602 0.288
O 46.466 -0.415 30.264 0.116 -0.514 0.073
O 61.16 4.685 29.935 -0.43 0.087 -0.104
O 12.719 1.019 30.943 0.227 -0.599 -0.31
O 43.251 5.187 29.788 0.227 -0.149 -0.2
O 57.536 11.662 25.46 0.064 -0.22 -0.204
O 2.015 2.821 25.737 -0.092 0.184 0.355
O 7.482 8.103 27.107 -0.513 0.124 -0.485
O 5.447 7.856 28.77 -0.165 -0.141 -0.46
O 50.14 1.63 24.242 0.241 -0.136 0.149
O 31.601 8.525 25.2 0.194 0.302 0.237
O 59.737 2.546 29.354 -0.033 -0.145 0.291
O 51.09 3.206 29.075 -0.389 -0.33 0.259
O 17.212 7.978 27.189 -0.018 -0.532 -0.087
O 40.469 10.469 22.133 0.159 -0.018 0.322
O 16.322 7.306 30.483 0.544 -0.477 -0.383
O 45.158 9.391 31.898 -0.234 0.6 -0.19
O 44.418 12.338 27.557 0.336 -0.206 0.096

Results
total energy: -406615.566 eV
total energy less fixed offsets of O -438.35, Si -107.03 eV per atom: -2.766 eV
